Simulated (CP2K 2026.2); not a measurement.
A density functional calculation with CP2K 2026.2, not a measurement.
Periodic cell of 1896 atoms, Si1352O544, from a study of silicon, its oxide and their interface. The atomic structure is a simulated model.
Doubt: the forces sum to 6.92 eV/angstrom along one axis rather than to zero, so they err by at least 0.0036 eV/angstrom per atom on average; the grid cutoff is modest.

Settings: functional PBE; method Gaussian and plane waves; basis set DZVP-MOLOPT-SR-GTH; pseudopotentials GTH-PBE; grid cutoff 300 Ry, relative cutoff 40 Ry; k points Gamma only; occupations fixed; spin none; net charge 0.

Cell vectors (angstrom)
a 16.332 0 0
b 0 65.328 0
c -0.0162 0.2785 31.8136

Atoms and the computed forces on them: element, x, y, z (angstrom), force x, y, z (eV/angstrom)
Si 0.398 -0.487 0.331 0.068 0.003 0.512
Si 2.983 2.501 -0.02 -0.2 0.092 0.693
Si -0.169 5.832 0.129 0.069 -0.099 0.733
Si 3.224 7.8 -0.283 -0.014 0.081 -0.027
Si -0.559 11.51 0.15 -0.204 0.005 0.08
Si 2.2 13.521 -0.198 -0.24 -0.184 0.558
Si 0.346 16.051 0.119 -0.086 0.062 0.736
Si 4.151 20.37 1.275 0.037 -0.014 -0.055
Si -0.037 22.135 0.004 0.322 0.04 0.68
Si 2.658 24.818 0.032 0.2 -0.177 0.759
Si 0.263 26.819 0.062 -0.045 0.147 0.734
Si 3.037 29.357 -0.074 -0.105 0.21 0.76
Si -0.251 32.841 -0.009 0.053 -0.108 0.704
Si 2.815 34.825 -0.197 -0.203 -0.274 0.504
Si 0.09 38.5 0.135 0.006 -0.069 0.609
Si 3.329 40.523 0.205 0.086 -0.056 0.534
Si -0.048 43.282 -0.156 0.084 0.284 0.804
Si 2.436 46.494 0.128 -0.013 -0.243 0.678
Si 0.297 48.786 0.132 -0.103 0.116 0.749
Si 3.101 51.452 0.128 -0.17 0.099 0.666
Si -0.026 55.08 -0.17 0.16 0.298 0.534
Si 2.988 56.778 0.128 0.007 0.087 0.688
Si -2.413 57.162 -0.145 -0.214 0.027 0.675
Si 2.131 63.205 0.179 -0.001 -0.01 0.567
Si 5.233 0.312 0.031 0.04 -0.188 0.728
Si 8.101 2.678 -0.151 -0.058 0.122 0.663
Si 4.84 5.81 -0.174 -0.098 0.267 0.508
Si 7.602 8.529 -0.143 -0.157 0.172 0.531
Si 6.008 10.375 -0.032 0.045 -0.002 -0.011
Si 9.133 13.906 -0.156 0.349 0.25 0.455
Si 5.37 16.615 0.004 0.028 -0.149 0.649
Si 6.804 17.728 1.459 0.034 0.039 -0.011
Si 4.752 23.692 -2.06 0.039 0.017 0.269
Si 9.592 25.745 1.523 0.023 0.022 0.028
Si 5.346 27.392 0.418 -0.075 0.02 0.6
Si 8.128 29.944 -0.089 -0.151 0.224 0.661
Si 5.54 33.176 -0.345 0.314 0.319 0.455
Si 9.686 37.083 1.265 0.058 0.049 -0.013
Si 5.027 38.862 0.359 -0.319 0.058 0.519
Si 7.777 40.921 0.171 0.238 -0.046 0.553
Si 5.818 43.317 0.117 -0.151 0.076 0.723
Si 8.462 45.993 -0.117 -0.087 0.211 0.68
Si 5.037 49.055 0.345 0.038 0.001 0.657
Si 8.838 51.309 -0.256 0.712 -0.005 0.378
Si 6.753 55.817 1.426 0.01 0.027 -0.038
Si 7.736 57.235 -0.146 0.334 -0.136 0.712
Si 5.544 59.482 -0.03 -0.151 0.196 0.733
Si 9.403 63.719 1.447 -0.345 -0.239 0.373
Si 11.676 -0.378 -0.429 0.379 0.35 0.319
Si 13.514 3.102 -0.032 0.41 -0.356 0.128
Si 11.189 5.247 0.035 -0.187 0.104 0.724
Si 13.907 7.974 0.077 -0.114 0.174 0.716
Si 9.393 9.367 1.19 -0.232 -0.303 0.414
Si 14.023 13.271 -0.042 0.255 -0.147 0.37
Si 10.734 18.128 -0.858 0.184 -0.203 0.521
Si 16.747 19.689 -1.218 -0.108 0.013 0.179
Si 10.058 22.111 0.124 -0.629 -0.008 0.367
Si 13.037 25.023 0.193 0.015 0.302 0.527
Si 11.252 26.649 0.127 0.217 -0.047 0.509
Si 13.521 30.036 -0.032 0.089 -0.215 0.656
Si 12.306 33.942 1.283 0.031 0.008 -0.062
Si 13.681 34.865 -0.372 -0.313 -0.165 0.481
Si 11.093 38.396 -0.262 -0.014 -0.151 0.676
Si 14.016 40.48 0.065 -0.123 0.105 0.706
Si 9.472 42.108 1.38 -0.027 -0.009 0.037
Si 12.32 44.845 1.251 -0.019 -0.01 -0.002
Si 10.487 49.534 -0.121 -0.199 0.093 0.541
Si 13.036 52.121 0.281 -0.246 0.238 0.616
Si 11.389 53.855 0.014 0.171 -0.002 0.627
Si 15.756 60.389 0.021 0.177 -0.008 0.778
Si 10.528 59.988 -0.037 0.213 -0.061 0.666
Si 12.101 61.197 1.337 0.004 -0.033 -0.041
Si 1.399 1.366 1.33 -0.037 0.016 -0.064
Si 4.005 4.157 1.306 0.015 -0.057 -0.006
Si 1.5 6.99 1.246 -0.001 0.003 -0.03
Si 4.186 9.449 1.177 -0.077 -0.027 -0.003
Si 1.189 12.333 1.516 0.056 -0.002 -0.054
Si 4.511 14.698 1.052 0.625 0.2 0.002
Si 1.374 17.588 1.591 -0.039 0.069 -0.057
Si 2.95 18.622 0.232 0.047 0.195 0.658
Si 1.474 23.268 1.33 -0.018 -0.009 -0.103
Si 4.081 25.854 1.564 -0.029 0.013 -0.061
Si 1.389 28.44 1.337 0.006 0.017 -0.06
Si 4.071 31.051 1.26 -0.397 -0.187 0.279
Si 1.341 33.923 1.349 0.007 -0.005 -0.042
Si 4.138 37.035 1.468 0.404 0.208 0.454
Si 1.543 39.666 1.481 0.047 0.034 -0.003
Si 4.189 42.28 1.469 -0.029 -0.035 -0.051
Si 1.206 44.849 1.222 -0.02 -0.016 -0.065
Si 3.906 47.532 1.6 -0.024 -0.023 -0.012
Si 1.418 50.392 1.406 0.008 -0.041 -0.06
Si 4.243 53.069 1.325 -0.047 0.075 -0.045
Si 1.363 55.84 1.504 -0.035 -0.004 -0.009
Si 4.048 58.427 1.39 0.013 -0.004 -0.054
Si 1.23 61.325 1.262 0.031 -0.024 -0.086
Si 4.041 64.019 1.277 0.022 0.015 -0.047
Si 6.781 1.435 1.362 -0.024 0.006 -0.055
Si 9.487 4.076 1.175 0.005 0.016 -0.042
Si 6.642 6.775 1.1 -0.005 -0.038 -0.035
Si 12.389 12.32 1.365 0.026 -0.015 -0.006
Si 6.983 12.05 1.326 -0.331 -0.379 0.328
Si 9.949 15.3 1.54 0.01 0.016 -0.041
Si 9.383 20.486 1.665 -0.007 0.069 -0.022
Si 8.027 19.309 0.262 -0.155 -0.024 0.597
Si 8.584 23.961 0.384 0.214 -0.157 0.517
Si 6.843 23 1.584 -0.04 -0.009 -0.057
Si 6.785 28.785 1.509 0.112 0.017 0.015
Si 9.554 31.256 1.246 0.009 0.015 0
Si 6.821 34.344 1.247 -0.01 -0.051 -0.045
Si 8.22 38.188 2.774 -0.001 -0.069 -0.007
Si 6.708 39.648 1.746 0.009 -0.023 0.007
Si 10.593 43.645 0.038 0.191 -0.005 0.601
Si 6.947 44.917 1.367 -0.005 0.005 -0.022
Si 9.583 47.676 1.131 0.054 0.002 -0.018
Si 6.641 50.207 1.561 -0.252 -0.268 0.428
Si 9.579 53.026 1.247 0.021 0.039 -0.044
Si 5.362 54.698 -0.049 0.086 -0.278 0.625
Si 9.387 58.383 1.198 -0.04 0.005 -0.035
Si 6.674 61.061 1.305 -0.005 -0.036 -0.066
Si 8.304 62.157 0.098 -0.091 0.075 0.727
Si 12.42 1.315 1.096 0.032 -0.027 -0.016
Si 15.022 4.198 1.384 -0.003 0.003 -0.034
Si 12.32 6.804 1.362 0.01 -0.013 -0.06
Si 14.987 9.63 1.336 0.044 -0.066 -0.035
Si 11.106 11.481 -0.369 0.336 0.093 0.439
Si 14.986 14.951 1.298 -0.008 0.01 -0.05
Si 11.482 17.175 1.246 0.012 -0.046 0.011
Si 15.357 20.416 1.261 0.022 0.327 0.328
Si 12.377 23.291 1.64 0.268 0.425 0.475
Si 14.948 25.798 1.348 -0.011 -0.072 -0.019
Si 12.262 28.482 1.248 -0.033 -0.047 -0.003
Si 14.991 31.252 1.328 -0.014 -0.005 -0.048
Si 11.281 32.25 0.012 -0.206 0.125 0.753
Si 15.188 36.914 1.348 0.336 0.183 0.387
Si 12.481 39.335 1.381 -0.07 0.055 -0.038
Si 15.002 42.136 1.388 0.004 -0.039 -0.086
Si 13.662 46.516 0.212 -0.003 -0.142 0.639
Si 14.976 47.845 1.556 0.017 -0.029 -0.089
Si 12.086 50.356 1.41 0.019 -0.066 -0.043
Si 14.83 53.011 1.444 -0.245 -0.225 0.439
Si 12.321 55.799 1.073 -0.008 0.029 0.007
Si 14.899 58.654 1.379 0.026 -0.015 -0.055
Si 13.603 62.633 0.245 -0.029 0.048 0.511
Si 14.978 63.955 1.574 -0.013 -0.039 -0.047
Si 0.02 2.742 2.663 0 0.018 -0.008
Si 2.759 0.046 2.746 -0.038 -0.033 -0.036
Si 0.108 8.297 2.649 -0.04 -0.001 0.009
Si 2.656 5.49 2.682 -0.024 -0.016 -0.007
Si -0.087 13.69 2.881 -0.047 0.028 -0.031
Si 2.732 10.852 2.551 0.026 -0.065 -0.046
Si 0.04 19.046 2.83 0.002 -0.076 0.026
Si 2.591 16.301 3.014 -0.21 0.32 0.397
Si -0.043 24.425 2.73 0.007 0.022 0.017
Si 2.755 21.744 2.634 -0.019 -0.053 -0.017
Si 0.056 29.898 2.651 0.004 -0.033 -0.004
Si 2.659 27.166 2.857 0.006 0.032 0.008
Si 0.082 35.404 2.678 -0.017 0.019 -0.011
Si 2.754 32.548 2.61 0.041 -0.021 -0.013
Si 0.091 40.928 2.8 -0.025 -0.02 0.047
Si 2.711 38.207 2.887 0.02 0.003 -0.029
Si -0.049 46.253 2.723 0.039 -0.005 0.013
Si 2.686 43.633 2.673 -0.003 0.033 0.009
Si -0.023 51.708 2.732 0.019 0.007 -0.006
Si 2.663 49.025 2.884 -0.005 0.037 0.045
Si 0.007 57.308 2.736 -0.035 -0.008 -0.028
Si 2.733 54.346 2.706 0.057 0.005 -0.012
Si -0.013 62.552 2.85 0.018 0.023 -0.003
Si 2.647 59.912 2.592 -0.029 -0.026 -0.009
Si 5.439 2.836 2.684 -0.016 -0.006 0.001
Si 8.117 -0.035 2.651 0.026 0.011 -0.005
Si 5.436 8.114 2.657 0.005 0.046 -0.002
Si 8.11 5.465 2.503 -0.04 0.01 0.02
Si 5.622 13.422 2.648 0.046 -0.014 -0.019
Si 8.3 10.776 2.738 0.026 -0.046 -0.073
Si 5.423 19.06 2.808 -0.02 0.014 -0.033
Si 8.187 16.313 2.747 0.021 -0.018 -0.001
Si 5.435 24.422 2.805 0.015 0.013 0
Si 8.088 21.748 3.079 0.03 0.047 -0.011
Si 5.375 29.97 2.889 -0.028 0.001 -0.043
Si 8.163 27.236 2.7 -0.016 0.024 -0.014
Si 5.43 35.5 2.722 -0.029 0.034 -0.04
Si 8.173 32.771 2.518 -0.04 -0.006 -0.046
Si 5.4 41.01 3.038 -0.059 0.031 0.006
Si 8.199 35.842 0.042 -0.151 0.104 0.614
Si 5.489 46.225 2.732 0.023 -0.003 -0.001
Si 8.216 43.541 2.804 -0.013 -0.016 -0.01
Si 5.473 51.762 2.844 0 -0.053 0.002
Si 8.209 48.899 2.701 0.026 0.022 -0.021
Si 5.397 57.131 2.815 0.002 0.01 -0.009
Si 8.178 54.386 2.617 -0.007 -0.009 0.027
Si 5.387 62.576 2.596 0.034 0.04 -0.02
Si 8.088 59.751 2.675 0.002 -0.013 0.018
Si 10.875 2.616 2.475 0.051 0.041 0.037
Si 13.605 0.077 2.732 -0.059 0.017 -0.005
Si 10.857 8.144 2.599 0.004 0.049 -0.019
Si 13.629 5.462 2.768 0.017 -0.009 0.029
Si 11.02 13.631 2.784 -0.068 -0.031 0.021
Si 13.578 10.855 2.752 -0.009 -0.01 -0.015
Si 10.785 18.942 2.725 0.022 -0.027 0.009
Si 13.482 16.342 2.498 -0.021 0.048 -0.052
Si 10.877 24.463 2.998 0.003 -0.067 -0.018
Si 13.685 21.61 2.638 0.001 -0.009 -0.062
Si 10.887 29.869 2.638 0.002 0.021 -0.006
Si 13.644 27.223 2.712 -0.012 0.005 -0.005
Si 10.97 35.483 2.558 -0.02 0.048 -0.025
Si 13.663 32.647 2.708 0.003 0.003 0.033
Si 10.977 40.767 2.636 0 -0.041 -0.035
Si 13.763 38.068 2.826 0.065 -0.024 0.015
Si 10.966 46.325 2.585 -0.04 -0.044 -0.028
Si 13.616 43.522 2.698 -0.003 0.022 -0.032
Si 10.813 51.733 2.795 -0.014 0.029 -0.011
Si 13.548 49.138 2.816 -0.01 0.004 0.014
Si 10.869 57.079 2.511 0.045 0.024 -0.031
Si 13.612 54.57 2.696 -0.026 -0.047 -0.053
Si 10.84 62.519 2.822 -0.012 0.017 -0.024
Si 13.475 59.885 2.744 -0.013 0.018 0.022
Si 1.34 4.107 4.052 -0.019 0.016 0.025
Si 4.108 1.428 4.064 -0.012 0.024 -0.007
Si 1.435 9.573 4.065 -0.002 0.025 0.026
Si 4.08 6.788 4.049 0.021 0.004 -0.03
Si 1.25 14.955 4.311 0.018 -0.029 0.026
Si 4.077 12.21 3.96 -0.014 0.022 0.013
Si 1.434 20.408 4.11 0.01 0.036 -0.02
Si 4.104 17.658 4.175 -0.035 0.008 -0.027
Si 1.268 25.799 4.144 0.001 -0.016 -0.012
Si 4.044 23.072 4.114 -0.031 -0.004 -0.017
Si 1.402 31.251 4.038 0.004 0.015 0.022
Si 4.044 28.54 4.179 -0.011 -0.039 0.003
Si 1.359 36.771 4.133 -0.027 -0.011 0.007
Si 4.074 34.022 3.983 -0.02 0.005 -0.016
Si 1.407 42.295 4.147 0.011 -0.012 -0.02
Si 4.067 39.54 4.258 -0.001 0.043 0.042
Si 1.302 47.613 4.149 -0.006 -0.002 -0.023
Si 4.088 44.924 4.096 -0.026 -0.013 -0.008
Si 1.354 53.048 4.095 0.035 -0.026 -0.007
Si 4.087 50.382 4.168 -0.038 -0.02 0.004
Si 1.367 58.607 4.091 0.014 -0.009 0.049
Si 4.039 55.74 4.109 -0.016 0.013 -0.016
Si 1.379 63.986 4.09 0.003 0.001 0.051
Si 4.033 61.245 3.991 -0.016 -0.021 -0.007
Si 6.83 4.152 4.01 0.008 0.002 0.02
Si 9.533 1.332 3.963 0.012 0.002 -0.005
Si 6.812 9.477 4.032 -0.034 -0.015 -0.028
Si 9.477 6.782 3.942 -0.015 -0.004 -0.002
Si 6.845 14.887 4.042 0.015 0.005 0.029
Si 9.599 12.228 4.066 0.013 0.029 0.002
Si 6.71 20.349 4.289 0.008 -0.062 0.01
Si 9.447 17.683 4.181 -0.013 0.007 -0.029
Si 6.81 25.849 4.084 0.025 0.028 0.001
Si 9.504 23.116 4.308 -0.034 0.007 0.06
Si 6.828 31.424 4.017 0.029 0.021 -0.04
Si 9.546 28.557 4.067 0.007 -0.013 -0.02
Si 6.85 36.788 4.095 -0.03 0.028 -0.001
Si 9.563 34.091 3.924 -0.013 0.01 -0.008
Si 6.854 42.312 4.274 0.028 0.009 -0.002
Si 9.601 39.52 4.107 0.01 0.011 -0.02
Si 6.834 47.598 4.099 0.016 0.011 0.022
Si 9.612 44.971 4.044 0.037 -0.016 -0.029
Si 6.862 53.105 4.123 0.004 0.027 0.006
Si 9.495 50.322 4.114 -0.001 -0.027 -0.003
Si 6.778 58.48 4.133 -0.017 0.016 -0.003
Si 9.542 55.761 3.976 -0.013 -0.006 0
Si 6.749 63.932 3.999 -0.002 -0.028 0.028
Si 9.44 61.14 4.081 -0.022 -0.041 -0.023
Si 12.206 4.009 3.96 -0.027 -0.028 -0.056
Si 14.982 1.411 4.067 0.017 -0.019 0
Si 12.184 9.495 4.046 0 -0.009 -0.018
Si 15.036 6.875 4.013 0.007 -0.014 0.002
Si 12.331 15 4.116 -0.023 0.03 0.021
Si 14.918 12.23 4.137 0.027 0.021 -0.016
Si 12.236 20.318 4.011 -0.025 0.039 -0.006
Si 14.856 17.67 4 -0.015 -0.03 -0.039
Si 12.31 25.881 4.161 0.02 0.019 -0.009
Si 14.992 22.994 4.072 0.08 -0.022 -0.019
Si 12.25 31.272 4.008 -0.012 0.007 -0.022
Si 14.994 28.585 4.057 0.019 0.011 -0.002
Si 12.316 36.719 4.073 -0.023 -0.011 -0.024
Si 15.026 34.037 4.04 0.029 -0.009 -0.01
Si 12.265 42.171 4.051 0.03 -0.04 0.03
Si 15.064 39.518 4.129 0.01 0.03 0.011
Si 12.246 47.65 4.079 -0.009 -0.03 0
Si 14.943 44.911 4.094 0.008 -0.012 0.003
Si 12.254 53.135 4.054 -0.007 0.011 0.006
Si 14.958 50.419 4.155 -0.007 0.032 0.036
Si 12.146 58.453 4.016 -0.013 0.003 0.002
Si 14.977 55.894 4.072 0.001 0.024 -0.017
Si 12.232 63.98 4.058 0.02 0.017 -0.001
Si 14.893 61.211 4.124 0.014 -0.028 -0.004
Si -0.004 0.02 5.423 0.001 0.001 -0.001
Si 2.72 2.757 5.418 0.004 0.004 0.013
Si -0.006 5.474 5.411 0.006 0.017 0.002
Si 2.745 8.162 5.419 -0.022 0.008 0.023
Si 0.021 10.889 5.433 0.012 -0.026 0.022
Si 2.733 13.538 5.438 -0.017 -0.056 0.006
Si -0.141 16.362 5.506 -0.051 0.044 -0.018
Si 2.729 19.027 5.505 -0.016 0.005 -0.004
Si 0.031 21.721 5.474 -0.004 0.002 0.027
Si 2.671 24.44 5.462 0.02 0.021 0.007
Si -0.046 27.206 5.47 -0.002 -0.019 0.004
Si 2.702 29.931 5.482 -0.019 -0.008 0.005
Si 0.043 32.654 5.388 0.008 -0.008 -0.005
Si 2.751 35.378 5.412 0.009 -0.024 0.017
Si 0.025 38.133 5.506 0.007 0.021 0.005
Si 2.707 40.915 5.556 0.024 -0.018 0.017
Si 0.01 43.617 5.485 0.014 0.01 -0.005
Si 2.743 46.302 5.473 0.01 -0.011 0.006
Si -0.043 48.994 5.495 0.001 0.009 -0.003
Si 2.704 51.721 5.505 0.003 0.002 0.012
Si 0.003 54.478 5.41 0.004 -0.019 0.001
Si 2.706 57.174 5.427 -0.001 0.001 0.003
Si -0.034 59.897 5.468 0.004 0.026 -0.002
Si 2.727 62.607 5.422 -0.01 0.017 -0.003
Si 5.444 0.009 5.391 0.011 -0.008 -0.011
Si 8.186 2.731 5.335 -0.009 0.01 -0.001
Si 5.457 5.454 5.414 0.001 -0.018 0.007
Si 8.169 8.124 5.39 0.01 0.006 -0.004
Si 5.434 10.865 5.37 -0.019 -0.003 -0.029
Si 8.206 13.568 5.428 -0.026 -0.003 -0.003
Si 5.485 16.253 5.448 -0.002 -0.025 -0.024
Si 8.118 19.001 5.576 -0.021 0.001 0.028
Si 5.355 21.753 5.556 0.007 0.01 0.011
Si 8.121 24.523 5.537 0.011 -0.008 0.007
Si 5.443 27.178 5.468 -0.033 -0.034 -0.002
Si 8.167 29.98 5.362 0.003 -0.027 -0.006
Si 5.457 32.729 5.4 -0.028 0 0.006
Si 8.219 35.394 5.393 0.004 -0.01 -0.007
Si 5.504 38.151 5.487 0.008 -0.021 -0.002
Si 8.248 40.878 5.503 0 -0.018 0.007
Si 5.437 43.637 5.556 -0.028 -0.009 -0.007
Si 8.217 46.27 5.463 -0.001 0.013 -0.024
Si 5.482 48.993 5.462 0.003 0.02 0.001
Si 8.168 51.703 5.481 0.011 0.01 0.013
Si 5.455 54.437 5.47 -0.008 -0.011 -0.011
Si 8.185 57.111 5.412 0.023 -0.026 -0.005
Si 5.403 59.898 5.404 -0.018 0.001 0.007
Si 8.111 62.582 5.393 -0.01 0.013 -0.001
Si 10.86 0.004 5.397 -0.001 -0.015 0.015
Si 13.582 2.738 5.4 0.015 0.006 0.012
Si 10.85 5.404 5.314 0.004 0.015 -0.018
Si 13.612 8.167 5.382 0.027 0.003 -0.012
Si 10.9 10.865 5.456 0.001 0.008 -0.017
Si 13.61 13.609 5.513 0.043 0.005 -0.002
Si 10.881 16.312 5.459 0.022 -0.009 -0.022
Si 13.563 19.009 5.436 0.015 0.006 0.026
Si 10.911 21.675 5.475 -0.011 -0.025 -0.001
Si 13.646 24.425 5.436 -0.053 -0.039 -0.018
Si 10.902 27.234 5.47 -0.02 -0.027 0.007
Si 13.615 29.944 5.404 -0.022 0.008 0.001
Si 10.888 32.683 5.329 0.024 0.022 -0.001
Si 13.654 35.364 5.434 0.026 0 0.019
Si 10.952 38.114 5.427 0.007 0.006 -0.01
Si 13.652 40.865 5.45 0.008 -0.016 -0.012
Si 10.942 43.582 5.423 -0.015 0.012 0.012
Si 13.606 46.295 5.456 -0.004 0.002 0.002
Si 10.895 48.998 5.464 0.006 0.014 0.004
Si 13.61 51.798 5.467 -0.013 -0.002 0.006
Si 10.876 54.455 5.423 0.01 0.004 0.001
Si 13.567 57.186 5.427 -0.015 0.029 -0.003
Si 10.835 59.819 5.429 0.013 0.006 0.007
Si 13.579 62.63 5.447 -0.001 0.014 0.004
Si 1.357 1.384 6.777 -0.003 0.001 0
Si 4.098 4.092 6.783 0.005 0.007 0.006
Si 1.376 6.803 6.782 0.002 -0.009 0.004
Si 4.102 9.518 6.781 0.013 -0.012 0.01
Si 1.375 12.212 6.823 0 0.003 0.001
Si 4.085 14.917 6.79 -0.016 0.037 -0.021
Si 1.298 17.691 6.819 -0.021 0.019 -0.004
Si 4.029 20.383 6.909 0.004 -0.014 0.007
Si 1.336 23.096 6.857 -0.002 0.001 -0.007
Si 4.054 25.813 6.802 0.006 0.013 0.005
Si 1.331 28.56 6.817 0.007 0.018 0.008
Si 4.099 31.329 6.76 0.013 0 -0.01
Si 1.384 34.022 6.77 -0.008 0.008 0
Si 4.119 36.755 6.785 -0.016 0.022 -0.007
Si 1.367 39.511 6.873 -0.012 0.001 0.006
Si 4.102 42.246 6.898 -0.005 -0.004 0.009
Si 1.382 44.959 6.852 -0.008 -0.004 -0.005
Si 4.113 47.655 6.837 0 0.005 0.002
Si 1.351 50.349 6.848 0.009 -0.017 -0.007
Si 4.09 53.081 6.836 0.009 -0.005 0.003
Si 1.352 55.819 6.798 0.005 0.021 0.009
Si 4.073 58.529 6.788 -0.003 -0.001 -0.001
Si 1.345 61.271 6.795 -0.02 -0.006 0.004
Si 4.083 63.983 6.769 -0.004 -0.008 -0.008
Si 6.825 1.372 6.73 0.013 0.003 -0.003
Si 9.524 4.076 6.74 -0.013 -0.007 -0.005
Si 6.816 6.796 6.785 -0.023 0.015 0.011
Si 9.517 9.489 6.771 -0.007 0.004 -0.001
Si 6.801 12.213 6.755 0.004 -0.001 -0.003
Si 9.533 14.933 6.818 -0.011 0 0.007
Si 6.776 17.61 6.88 0.013 -0.001 -0.002
Si 9.514 20.377 6.865 0.013 0.018 -0.004
Si 6.752 23.132 6.858 -0.011 0.029 0.012
Si 9.527 25.875 6.831 -0.004 -0.004 0.001
Si 6.814 28.599 6.752 0.012 0.006 -0.01
Si 9.537 31.324 6.728 -0.016 0.025 -0.01
Si 6.831 34.061 6.765 0.006 0 -0.004
Si 9.571 36.758 6.769 -0.019 0.002 0
Si 6.868 39.509 6.839 -0.008 0.007 0.007
Si 9.593 42.253 6.84 -0.007 0.012 -0.007
Si 6.84 44.974 6.876 -0.027 -0.006 0.007
Si 9.55 47.645 6.841 0.008 -0.001 -0.002
Si 6.812 50.357 6.845 -0.007 -0.027 0.002
Si 9.543 53.081 6.809 0.017 -0.031 0.004
Si 6.818 55.794 6.815 -0.001 0.007 0.005
Si 9.506 58.48 6.811 -0.004 -0.001 0.002
Si 6.762 61.249 6.784 -0.008 -0.002 -0.008
Si 9.495 63.958 6.746 0.004 -0.005 -0.003
Si 12.238 1.356 6.764 0.001 -0.007 0
Si 14.948 4.104 6.758 -0.012 0.001 -0.01
Si 12.236 6.764 6.7 -0.003 -0.01 -0.019
Si 14.974 9.512 6.772 0.002 0.005 -0.005
Si 12.239 12.228 6.833 -0.023 0.006 0.007
Si 14.935 14.958 6.893 0.002 0 -0.005
Si 12.217 17.67 6.837 0.019 0.01 0.004
Si 14.952 20.363 6.791 0.006 0.001 0.011
Si 12.254 23.087 6.8 0.005 -0.012 -0.001
Si 14.949 25.815 6.821 0.036 0.014 -0.012
Si 12.26 28.595 6.8 0.029 -0.017 -0.006
Si 14.984 31.307 6.754 0.028 -0.007 -0.001
Si 12.258 34.005 6.748 0 0.004 0.002
Si 14.976 36.759 6.813 0.004 0.006 0.004
Si 12.295 39.493 6.802 0.006 -0.006 -0.007
Si 14.998 42.231 6.832 0.005 0.002 -0.001
Si 12.276 44.928 6.83 0.009 -0.006 -0.009
Si 14.952 47.644 6.857 -0.006 -0.013 0
Si 12.267 50.382 6.806 -0.011 -0.005 0.003
Si 14.993 53.127 6.815 -0.023 0.013 0.003
Si 12.233 55.812 6.795 0.016 -0.011 -0.004
Si 14.936 58.531 6.805 0.003 0.002 0.002
Si 12.206 61.233 6.766 -0.005 -0.005 -0.006
Si 14.964 63.986 6.791 0.008 -0.018 0.008
Si -0.026 2.727 13.631 0.005 0.001 0.003
Si 2.741 -0.007 13.618 0.01 -0.019 0.006
Si 0.006 8.124 13.612 -0.002 0.023 -0.004
Si 2.724 5.413 13.566 -0.012 -0.022 0.002
Si 0.044 13.605 13.579 0.015 0.003 -0.005
Si 2.753 10.871 13.631 -0.002 0.015 -0.002
Si -0.035 19.012 13.614 0.003 -0.007 0
Si 2.701 16.305 13.723 -0.003 -0.001 0.023
Si -0.086 24.444 13.645 0.015 -0.034 -0.005
Si 2.633 21.781 13.631 -0.012 -0.009 -0.006
Si -0.017 29.901 13.526 -0.009 -0.009 0.011
Si 2.647 27.177 13.591 0.002 -0.012 0.003
Si 0.033 35.399 13.504 0.009 -0.01 -0.003
Si 2.745 32.645 13.5 0.004 -0.001 0
Si 0.066 40.854 13.678 -0.004 0.009 0.026
Si 2.766 38.141 13.555 -0.003 -0.009 -0.005
Si 0.038 46.327 13.771 -0.002 0.022 0.002
Si 2.77 43.578 13.708 0.013 -0.013 0.021
Si 0.039 51.805 13.65 -0.013 -0.008 0.001
Si 2.758 49.012 13.709 0.024 0.01 -0.027
Si -0.006 57.166 13.641 0.017 0.009 0.001
Si 2.692 54.489 13.6 -0.034 0.009 0.002
Si -0.006 62.64 13.593 -0.019 0.01 0.009
Si 2.713 59.918 13.576 -0.02 -0.008 0.004
Si 5.471 2.734 13.596 -0.016 0.004 0.002
Si 8.174 -0.004 13.597 -0.022 0.004 0.015
Si 5.483 8.155 13.624 0.029 0.009 -0.003
Si 8.194 5.432 13.637 -0.007 0.012 -0.008
Si 5.403 13.612 13.657 0.004 0.008 -0.012
Si 8.14 10.881 13.629 -0.006 0.024 0.01
Si 5.354 19.061 13.61 -0.008 -0.011 0.004
Si 8.056 16.292 13.543 -0.002 -0.026 -0.005
Si 5.39 24.514 13.604 0.007 0.002 0.005
Si 8.089 21.777 13.627 0.013 0.018 -0.02
Si 5.424 29.918 13.543 -0.014 0.001 0.001
Si 8.101 27.168 13.623 -0.015 0.002 0.012
Si 5.491 35.403 13.515 -0.017 0.008 0.007
Si 8.169 32.616 13.492 0.013 -0.011 0.01
Si 5.518 40.854 13.628 0.04 -0.004 -0.016
Si 8.232 38.125 13.587 0.024 -0.022 0
Si 5.47 46.297 13.684 -0.015 0.007 0.003
Si 8.211 43.535 13.576 -0.032 -0.011 -0.02
Si 5.499 51.726 13.653 0.005 -0.019 -0.018
Si 8.205 49.012 13.673 -0.017 -0.014 0.018
Si 5.43 57.168 13.505 -0.005 0.004 -0.01
Si 8.208 54.412 13.62 0.003 -0.007 -0.005
Si 5.428 62.617 13.629 0.002 0.003 0.007
Si 8.155 59.941 13.543 -0.012 0.013 0.007
Si 10.905 2.715 13.655 0.018 0.004 0.005
Si 13.585 0.041 13.632 -0.005 -0.011 -0.016
Si 10.907 8.144 13.595 0.007 0.001 0.004
Si 13.621 5.416 13.642 -0.03 0.012 0
Si 10.838 13.529 13.539 -0.013 0.007 -0.003
Si 13.605 10.84 13.547 0.018 -0.037 -0.011
Si 10.834 19.089 13.607 0.007 0.021 0.001
Si 13.611 16.31 13.55 0.021 0.014 -0.009
Si 10.79 24.457 13.634 -0.027 0.006 -0.002
Si 13.519 21.753 13.682 0.027 -0.007 0.023
Si 10.809 29.889 13.558 -0.005 0.006 0.01
Si 13.519 27.156 13.571 -0.029 0.009 -0.003
Si 10.924 35.398 13.555 0.013 -0.003 0.008
Si 13.575 32.645 13.491 -0.002 -0.012 -0.009
Si 10.956 40.897 13.678 -0.011 0.014 0.014
Si 13.68 38.146 13.605 0 0.013 0.002
Si 10.974 46.319 13.699 -0.007 -0.021 0.09
Si 13.671 43.615 13.703 -0.006 0.004 -0.028
Si 10.936 51.721 13.657 -0.022 0.003 0.018
Si 13.704 49.09 13.601 0.023 0.023 0.002
Si 10.919 57.157 13.578 -0.01 -0.021 -0.012
Si 13.616 54.449 13.648 0.005 -0.014 0.02
Si 10.868 62.645 13.613 -0.021 0.011 0.019
Si 13.611 59.861 13.597 0.006 -0.005 0.011
Si 1.362 4.091 14.961 -0.011 0.008 -0.023
Si 4.111 1.384 14.952 -0.002 -0.001 -0.038
Si 1.402 9.472 14.95 0.006 -0.028 -0.003
Si 4.126 6.73 14.907 0.007 -0.006 -0.002
Si 1.358 14.883 15.083 0.019 -0.014 0.055
Si 4.053 12.268 15.042 -0.026 0.017 -0.012
Si 1.285 20.388 14.982 0.005 0.017 0.027
Si 4.068 17.724 15.059 0.019 0.005 0.008
Si 1.267 25.821 14.98 0.017 0.005 -0.028
Si 3.971 23.211 14.945 -0.009 0.038 -0.018
Si 1.383 31.27 14.838 0.024 -0.012 0.007
Si 4.048 28.547 14.882 0 0.001 -0.004
Si 1.407 36.75 14.864 -0.008 -0.003 0.002
Si 4.158 33.987 14.823 -0.016 0.027 -0.026
Si 1.436 42.188 15.083 0.028 -0.008 0.01
Si 4.149 39.463 14.936 -0.032 -0.008 0
Si 1.398 47.713 15.143 0.019 -0.037 0.049
Si 4.105 44.967 15.083 -0.03 0.047 0.018
Si 1.394 53.148 15.04 0.004 0.011 0.005
Si 4.168 50.359 15.035 0.006 0.015 -0.014
Si 1.375 58.561 14.953 0.005 -0.019 -0.012
Si 4.035 55.897 14.895 0.041 0.029 0.027
Si 1.376 63.959 14.99 0.022 -0.008 0.015
Si 4.049 61.247 14.985 0.019 0.016 0.008
Si 6.85 4.049 15.001 0.009 -0.024 -0.026
Si 9.51 1.35 14.991 -0.004 0.016 -0.011
Si 6.805 9.538 15.03 -0.013 -0.012 0.03
Si 9.578 6.793 14.986 0.009 0.02 -0.01
Si 6.75 14.988 15.015 0.009 0.009 0.014
Si 9.467 12.27 14.996 0.004 -0.008 -0.002
Si 6.646 20.481 14.96 -0.007 0.027 0.022
Si 9.381 17.715 14.81 -0.026 -0.017 0.002
Si 6.743 25.818 15.033 -0.002 -0.017 0.008
Si 9.414 23.121 15.036 0.004 0.021 0.006
Si 6.827 31.258 14.876 0.017 0.021 0.002
Si 9.458 28.526 14.974 0.003 -0.003 -0.008
Si 6.848 36.749 14.903 0.014 -0.006 -0.001
Si 9.511 33.993 14.819 0.008 0.035 -0.011
Si 6.899 42.201 15.001 -0.009 -0.028 0.018
Si 9.575 39.497 14.973 -0.013 -0.006 -0.004
Si 6.829 47.665 15.041 0.041 0.035 -0.024
Si 9.551 44.864 14.937 0.038 0.018 0.01
Si 6.879 53.054 15.021 -0.008 -0.009 0.003
Si 9.582 50.363 15.029 -0.011 0.004 -0.007
Si 6.825 58.499 14.814 0.011 0.016 -0.012
Si 9.595 55.78 14.941 0.016 0.023 0.003
Si 6.814 63.981 14.974 0.031 -0.021 -0.006
Si 9.472 61.298 14.956 -0.019 -0.011 -0.01
Si 12.302 4.04 15.05 0.017 -0.022 0.023
Si 14.917 1.405 15.03 -0.015 0.022 0.034
Si 12.245 9.532 14.947 -0.002 -0.027 0.013
Si 14.981 6.778 15.007 0.002 -0.02 0.026
Si 12.252 14.881 14.8 0.046 -0.009 0.008
Si 14.993 12.217 14.836 -0.023 0.019 0.009
Si 12.143 20.421 15.073 -0.019 -0.028 0.03
Si 14.942 17.648 14.959 -0.026 -0.009 -0.021
Si 12.155 25.808 14.979 0.051 0.017 0
Si 14.894 23.093 15.057 -0.011 0.029 0.009
Si 12.19 31.286 14.835 0.01 0.012 -0.001
Si 14.906 28.538 14.849 0.014 0.019 -0.021
Si 12.32 36.752 14.916 -0.01 -0.002 -0.011
Si 14.948 34.036 14.787 -0.002 -0.003 -0.039
Si 12.324 42.275 15.079 -0.012 -0.022 -0.043
Si 15.028 39.49 15.031 -0.001 -0.036 0.006
Si 12.43 47.735 14.987 0.006 0.009 0.028
Si 15.002 44.943 15.141 -0.028 -0.018 -0.018
Si 12.292 53.067 15.046 0.038 0.003 0.038
Si 14.969 50.509 15.005 0.051 0.013 0.011
Si 12.265 58.484 14.973 0.018 -0.021 -0.01
Si 14.961 55.803 15.027 -0.019 0.005 0.011
Si 12.214 64.018 14.995 -0.015 0.002 0.011
Si 14.962 61.256 14.919 -0.012 0.003 -0.007
Si -0.002 0.034 16.293 0.018 0.016 -0.008
Si 2.74 2.741 16.293 0.01 -0.002 0.005
Si -0.003 5.388 16.387 -0.036 -0.018 0.007
Si 2.757 8.029 16.262 -0.042 -0.026 -0.012
Si 0.06 10.94 16.202 0.077 -0.009 0.022
Si 2.755 13.57 16.555 0 -0.008 0.008
Si -0.082 16.258 16.347 -0.013 -0.016 0.011
Si 2.682 19.12 16.378 0.013 0.056 0.013
Si -0.102 21.66 16.399 -0.046 -0.038 0.011
Si 2.632 24.511 16.388 -0.009 0.017 0.018
Si -0.135 27.197 16.264 -0.037 0.002 0.017
Si 2.745 29.93 16.229 0.039 0.018 0.016
Si -0.037 32.658 16.064 -0.024 0 0.022
Si 2.849 35.4 16.125 -0.013 -0.015 -0.013
Si 0.04 38.01 16.31 0.002 -0.005 0.012
Si 2.829 40.754 16.382 -0.015 -0.002 0.023
Si 0.074 43.562 16.464 -0.056 0.001 0
Si 2.762 46.323 16.536 0.02 0 0.047
Si 0.024 49.24 16.359 -0.011 0.092 0.046
Si 2.876 51.817 16.326 0.01 -0.093 -0.027
Si -0.06 54.429 16.434 0.021 -0.023 0.016
Si 2.699 57.22 16.361 0.003 0.001 0.052
Si 0.014 59.93 16.282 0.019 0.042 0.004
Si 2.691 62.581 16.419 0.015 -0.074 0.032
Si 5.498 0.061 16.315 0.004 0.012 0
Si 8.167 2.666 16.412 -0.007 -0.029 -0.013
Si 5.495 5.429 16.318 0 -0.012 0.014
Si 8.279 8.226 16.332 0.034 0.002 -0.026
Si 5.384 10.897 16.395 -0.002 -0.001 0.012
Si 8.065 13.606 16.398 0.003 0.001 0.025
Si 5.466 16.386 16.432 0.028 0.032 -0.004
Si 8.018 19.062 16.196 0.027 -0.054 0.036
Si 5.274 21.892 16.333 0.028 -0.033 -0.024
Si 8.017 24.405 16.467 -0.074 -0.029 -0.029
Si 5.353 27.225 16.318 -0.043 0.006 -0.023
Si 8.088 29.89 16.323 -0.044 -0.01 0.068
Si 5.518 32.654 16.209 -0.002 0.036 0.031
Si 8.141 35.281 16.202 -0.015 -0.034 0.01
Si 5.549 38.145 16.286 0.047 -0.011 0.027
Si 8.252 40.841 16.404 0.014 -0.005 -0.007
Si 5.538 43.573 16.34 0.005 -0.004 0.003
Si 8.243 46.259 16.281 -0.018 0 0.02
Si 5.484 48.999 16.469 -0.028 -0.041 0.028
Si 8.217 51.647 16.458 0.012 -0.01 0.011
Si 5.474 54.569 16.142 0.012 -0.03 0.007
Si 8.256 57.238 16.173 0.003 0.027 -0.008
Si 5.426 59.753 16.182 0 -0.032 -0.013
Si 8.133 62.645 16.402 -0.013 -0.02 0.028
Si 10.861 0.058 16.405 0.005 0.027 0.016
Si 13.619 2.727 16.563 -0.01 0.025 -0.017
Si 10.905 5.391 16.359 0.012 0.004 -0.03
Si 13.606 8.184 16.316 -0.017 0.048 -0.012
Si 10.881 10.915 16.298 0.001 -0.013 -0.046
Si 13.618 13.533 16.182 -0.025 -0.017 0.012
Si 10.778 16.258 15.948 -0.07 -0.01 0.007
Si 13.562 18.984 16.318 0.02 -0.024 -0.034
Si 10.769 21.828 16.46 0.004 0.011 0.025
Si 13.518 24.493 16.386 0.004 -0.036 -0.009
Si 10.772 27.129 16.353 0.006 -0.019 0.011
Si 13.519 29.89 16.149 -0.024 -0.013 -0.012
Si 10.855 32.666 16.184 0.006 -0.023 -0.022
Si 13.668 35.347 16.248 0.016 0.022 0.005
Si 10.964 38.114 16.258 0.013 0.012 -0.006
Si 13.688 40.886 16.423 0.022 0.059 0.017
Si 10.907 43.624 16.424 0.003 0.05 0.021
Si 13.689 46.4 16.498 -0.019 -0.049 -0.008
Si 11.065 49.071 16.344 0.007 0.032 -0.014
Si 13.65 51.789 16.534 0 -0.008 0.03
Si 10.905 54.409 16.363 -0.029 -0.051 0.02
Si 13.589 57.129 16.426 0.003 -0.038 0.041
Si 10.863 59.894 16.213 -0.037 0.015 -0.021
Si 13.572 62.583 16.262 -0.002 -0.007 0.019
Si 1.321 1.45 17.65 -0.007 0.03 -0.013
Si 4.132 4.044 17.672 -0.029 -0.032 -0.013
Si 1.378 6.742 17.696 0.059 0.03 -0.014
Si 3.996 9.449 17.64 -0.014 0.04 -0.016
Si 1.32 12.117 17.845 0.02 -0.037 0.023
Si 4.169 15.06 17.86 -0.106 0.004 0.014
Si 1.346 17.645 17.602 -0.042 -0.034 0.032
Si 3.968 20.581 17.763 -0.057 -0.024 0.015
Si 1.289 23.045 17.69 -0.007 -0.002 -0.052
Si 3.948 25.982 17.747 0.003 -0.004 0.023
Si 1.38 31.368 19.867 -0.038 -0.003 -0.495
Si 4.227 31.253 17.538 -0.016 -0.034 -0.032
Si 1.409 34.011 17.29 -0.01 0.031 0.027
Si 4.3 36.63 17.543 -0.023 -0.032 0.054
Si 1.525 39.219 17.661 0.032 -0.011 0.003
Si 4.241 42.153 17.688 0.067 0.016 0.022
Si 1.413 44.891 17.883 0.014 0.069 -0.007
Si 5.595 46.268 19.192 -0.018 -0.006 0.038
Si 1.419 50.648 17.701 -0.019 0.077 0.034
Si 4.252 53.235 17.588 -0.026 0.053 -0.027
Si 1.256 55.88 17.685 -0.007 0.075 -0.046
Si 4.14 58.509 17.749 -0.032 0.019 0.029
Si 1.326 61.157 17.816 -0.036 -0.054 0.027
Si 4.063 64.107 17.607 -0.008 0.008 -0.038
Si 6.813 1.322 17.84 0.037 0.019 -0.01
Si 9.565 4.013 17.745 0.037 0.037 0.019
Si 6.908 6.847 17.589 0.005 -0.048 0.008
Si 9.619 9.601 17.755 -0.023 -0.013 0.048
Si 6.727 12.226 17.829 0.07 0.013 0.034
Si 9.531 15.076 17.519 0.012 0.052 -0.021
Si 6.807 17.805 17.793 0.03 -0.009 0.031
Si 9.284 20.391 17.618 0.014 0.037 0.004
Si 6.535 23.14 17.901 0.107 0.003 0.043
Si 9.393 25.767 17.786 -0.011 0.028 0.011
Si 6.664 28.557 17.741 0.013 -0.002 -0.001
Si 9.509 31.315 17.544 0.026 0.026 -0.005
Si 6.846 33.935 17.691 -0.044 0.021 0.015
Si 9.533 36.666 17.419 0.045 -0.007 0.026
Si 6.843 39.501 17.76 -0.008 0.043 0.037
Si 9.668 42.137 17.813 0.031 0.002 -0.005
Si 8.295 43.578 19.026 0.078 0.085 0.061
Si 10.007 47.308 17.438 0.051 -0.11 -0.028
Si 7.055 50.084 17.848 0.128 0.022 -0.066
Si 9.596 53.041 17.774 -0.021 0.098 -0.026
Si 6.882 55.902 17.435 0.028 -0.065 0.03
Si 9.59 58.527 17.6 0.016 -0.01 0.004
Si 6.815 61.012 17.524 0.408 -0.155 -0.436
Si 9.519 64.035 17.785 -0.008 -0.019 0.013
Si 12.135 1.4 17.915 0.012 0.004 0.01
Si 16.579 2.749 19.315 0.059 0.037 0.046
Si 12.271 6.772 17.665 0.03 -0.021 0.017
Si 15.031 9.633 17.528 -0.047 -0.035 0.02
Si 12.223 12.304 17.613 0.044 0.006 0.011
Si 14.838 14.859 17.658 -0.014 0.033 0.037
Si 12.079 17.505 17.357 0.011 -0.001 -0.004
Si 14.853 20.278 17.813 0.001 -0.01 0.007
Si 12.165 23.207 17.84 0.005 -0.042 0
Si 14.824 25.922 17.731 -0.027 0.05 -0.028
Si 12.19 28.547 17.575 0.039 0.006 -0.029
Si 14.863 31.34 17.377 -0.06 0.034 -0.001
Si 12.204 34.039 17.53 0.007 -0.023 0.029
Si 15.045 36.601 17.702 0.032 -0.037 0.035
Si 12.334 39.436 17.673 -0.006 -0.053 0.039
Si 15.183 42.104 17.847 0.211 -0.415 -0.353
Si 11.743 45.531 17.624 -0.005 0.008 0
Si 15.031 47.93 17.784 -0.06 0.112 0.076
Si 12.269 50.446 17.928 -0.059 0.007 0.052
Si 14.948 53.173 18.012 -0.045 0.044 0.08
Si 12.254 55.663 17.816 0.016 -0.029 -0.027
Si 14.98 58.621 17.644 0.018 0.018 0.031
Si 12.153 61.234 17.585 -0.016 -0.001 -0.011
Si 14.98 63.927 17.554 -0.023 0.022 0.057
Si -1.258 4.09 17.94 -0.031 -0.026 0.014
Si 2.671 0.08 18.928 0.02 -0.044 0.075
Si 0.299 8.504 18.835 0.018 -0.023 0.02
Si 2.794 5.39 19.062 -0.074 0.05 0.036
Si -0.054 13.598 19.091 0.012 0.01 0.04
Si 2.14 10.111 18.992 -0.233 0.13 -0.515
Si -0.135 18.712 19.027 -0.051 0.256 -0.61
Si 2.683 16.458 19.118 -0.252 -0.377 -0.284
Si -0.121 24.437 18.875 -0.052 -0.002 0.006
Si 2.642 21.935 19.3 -0.008 -0.087 0.044
Si 1.252 28.61 17.485 0.007 -0.062 -0.061
Si 2.624 27.524 19.012 0.327 0.288 -0.419
Si 0.256 35.211 18.892 -0.042 0.04 0.065
Si 2.762 32.681 18.577 0.033 0.003 -0.002
Si 0.205 40.539 19.023 -0.009 0.053 0.012
Si 2.869 37.741 18.959 -0.399 -0.222 -0.374
Si 1.057 46.012 19.996 -0.171 0.091 -0.461
Si 3.824 45.133 20.339 0.392 -0.256 -0.652
Si 0.132 51.896 19.318 0.119 0.057 -0.034
Si 2.488 49.078 19.052 0.021 -0.21 -0.059
Si -0.162 57.182 19.06 -0.043 -0.001 0.025
Si 2.776 54.554 18.823 0.065 -0.076 -0.031
Si 1.333 64.022 20.242 -0.005 -0.048 -0.611
Si 2.673 59.684 19.212 -0.172 -0.31 -0.436
Si 5.356 2.629 19.16 -0.021 0.053 0.054
Si 8.2 0.025 19.277 -0.013 0.007 0.036
Si 5.585 8.27 18.88 -0.012 0.067 -0.056
Si 8.083 5.321 18.948 -0.346 -0.181 -0.36
Si 5.641 13.795 19.269 -0.009 -0.006 0.063
Si 8.296 11.02 19.154 0.041 0.035 -0.055
Si 5.626 19.5 19.033 0.052 -0.02 0.111
Si 7.523 14.355 20.733 0.007 -0.028 0.145
Si 5.174 24.675 19.284 -0.03 0.048 0.055
Si 8.047 21.507 21.117 -0.09 -0.232 -0.46
Si 5.455 30.025 19.173 -0.021 -0.006 0.063
Si 9.367 28.615 20.173 -0.053 -0.021 -0.431
Si 5.54 35.325 19.099 0.02 -0.016 0.018
Si 8.223 32.547 19.039 -0.016 0.017 0.038
Si 5.586 40.961 19.2 0.02 -0.032 0.096
Si 8.229 37.959 18.828 -0.003 -0.047 0.004
Si 4.137 47.712 17.918 0.009 0.018 -0.058
Si 6.891 44.939 17.707 -0.033 0.004 0.001
Si 5.856 53.263 19.356 0.001 -0.171 -0.03
Si 8.701 48.629 18.86 -0.072 0.079 0.055
Si 5.579 57.066 18.979 -0.021 -0.048 0.068
Si 7.909 54.3 18.78 -0.143 -0.189 -0.487
Si 5.167 62.913 19.23 -0.224 0.383 0.266
Si 8.168 59.801 18.939 0.014 -0.019 0.055
Si 10.78 2.824 19.414 0.027 -0.038 0.118
Si 13.502 -0.237 18.938 -0.356 -0.334 -0.421
Si 11.195 8.346 19.021 0.241 0.223 -0.508
Si 13.848 5.764 19.107 0.351 0.204 -0.534
Si 11.079 13.961 18.862 0.105 0.059 -0.025
Si 13.031 9.264 20.132 0.293 -0.173 -0.535
Si 10.466 18.637 18.61 0.08 0.072 0.039
Si 12.873 15.736 18.713 -0.073 -0.072 -0.035
Si 10.826 24.612 19.268 0.034 -0.02 0.097
Si 13.446 21.673 19.131 0.363 0.247 -0.299
Si 10.764 29.883 18.851 0.014 0.007 0.029
Si 13.463 27.318 19.123 0.01 -0.064 0.052
Si 10.838 35.384 18.865 -0.036 -0.04 0.007
Si 13.376 32.492 18.787 -0.275 -0.24 -0.414
Si 10.989 40.676 19.19 -0.052 -0.018 0.042
Si 13.619 37.956 19.003 0.056 0.05 0.034
Si 12.818 47.313 20.724 -0.069 0.052 -0.618
Si 13.7 43.455 20.379 -0.533 0.069 -0.006
Si 10.94 51.828 19.339 -0.011 -0.049 0.017
Si 13.622 49.081 19.311 0.058 -0.102 -0.081
Si 10.871 57.131 18.965 0.055 0.007 -0.063
Si 13.511 54.462 19.522 -0.018 0.002 0.045
Si 10.868 62.568 19.034 -0.041 0.001 -0.021
Si 13.525 59.931 18.952 0.017 0.072 -0.039
Si 2.131 3.609 20.517 0.098 -0.224 -0.549
Si 3.599 1.664 20.396 -0.197 0.266 -0.499
Si 2.904 10.804 21.91 -0.01 0.008 0.104
Si 4.451 6.672 20.072 -0.129 0.017 -0.689
Si 1.432 14.903 20.352 -0.11 0.25 -0.67
Si 4.149 13.415 21.084 0.383 0.185 -0.598
Si 1.927 20.277 20.857 0.645 0.252 -0.21
Si 3.996 18.87 20.791 -0.019 0.675 -0.432
Si 1.306 25.247 20.536 0.192 -0.577 -0.272
Si 3.372 23.832 20.604 -0.215 0.03 -0.419
Si -0.103 30.034 18.699 0.017 -0.013 0.014
Si 3.559 29.22 20.354 0.254 -0.086 -0.701
Si 2.098 35.932 20.189 0.052 -0.045 -0.153
Si 3.797 34.08 20.086 -0.185 0.394 -0.208
Si 1.659 41.843 20.299 -0.025 0.065 -0.724
Si 4.115 39.98 20.699 0.329 0.322 -0.475
Si 0.352 48.111 19.478 0.074 -0.059 -0.054
Si 2.848 43.43 19.031 -0.034 0.048 -0.004
Si 1.854 53.247 20.509 -0.359 0.085 -0.603
Si 4.609 49.918 22.184 -0.319 -0.043 -0.074
Si 1.442 58.076 20.498 0.035 0.021 -0.703
Si 4.65 55.183 20.05 0.008 0.123 -0.649
Si -0.122 62.593 19.073 0.003 -0.015 -0.014
Si 3.691 62.145 20.85 0.141 0.355 -0.434
Si 6.501 4.316 20.306 0.038 -0.403 -0.704
Si 9.483 1.334 20.804 -0.108 0.168 -0.705
Si 7.014 9.421 20.392 0.037 0.167 -0.577
Si 9.21 7.243 21.103 -0.012 0.06 -0.092
Si 8.674 16.377 21.055 -0.122 -0.355 -0.401
Si 9.378 12.87 20.307 -0.01 0.004 0.036
Si 7.418 21.16 18.939 -0.049 -0.019 -0.025
Si 8.823 16.948 18.814 -0.022 0.034 -0.025
Si 6.644 25.963 20.669 0.176 -0.514 -0.277
Si 10.273 23.437 21.246 0.073 0.22 -0.654
Si 7.229 30.958 20.5 -0.119 0.093 -0.611
Si 7.972 27.12 19.084 0.03 0.019 0.035
Si 7.24 36.475 20.357 -0.378 0.161 -0.659
Si 9.375 34.188 20.226 0.159 -0.15 -0.778
Si 6.939 42.435 20.481 -0.172 -0.15 -0.622
Si 9.908 38.806 20.174 0.271 -0.013 -0.5
Si 7.535 47.197 20.25 -0.245 -0.04 -0.709
Si 9.279 44.616 20.872 -0.171 -0.376 -0.592
Si 6.557 51.145 19.956 -0.085 0.409 -0.573
Si 9.413 50.369 20.305 0.282 -0.136 -0.735
Si 7.02 58.307 20.342 -0.156 0.115 -0.812
Si 9.389 56.325 20.606 0.522 -0.052 -0.044
Si 7.03 63.682 20.438 -0.055 0.248 -0.588
Si 9.246 61.394 20.236 0.172 -0.083 -0.707
Si 12.052 4.039 21.064 -0.43 -0.178 -0.444
Si 15.757 1.063 20.749 0.403 0.308 -0.426
Si 13.735 11.07 18.919 -0.022 0.026 0.057
Si 15.548 7.952 23.098 0.073 0.025 -0.028
Si 9.955 12.413 22.564 -0.547 -0.341 -0.214
Si 14.753 12.477 20.49 0.233 0.015 -0.621
Si 11.806 19.356 20.362 -0.417 -0.186 -0.482
Si 13.886 17.055 20.279 -0.302 -0.341 -0.379
Si 11.703 26.502 20.544 0.095 -0.171 -0.593
Si 14.913 23.112 20.259 -0.103 -0.249 -0.649
Si 12.275 30.999 20.201 -0.242 0.165 -0.669
Si 14.706 29.022 20.118 0.05 -0.222 -0.661
Si 11.686 37.148 20.112 -0.044 0.054 -0.011
Si 15.746 33.653 20.355 0.343 0.145 -0.593
Si 12.587 41.452 20.794 -0.334 0.38 -0.514
Si 14.987 39.339 20.324 0.202 -0.324 -0.665
Si 12.212 45.218 19.882 0.331 0.143 -0.252
Si 16.297 43.783 21.994 -0.008 -0.123 -0.03
Si 12.055 53.132 21.09 0.286 -0.064 -0.791
Si 15.555 49.975 20.447 -0.078 0.088 0.196
Si 12.547 58.197 20.208 0.229 -0.211 -0.468
Si 14.371 56.497 20.449 -0.307 -0.013 -0.619
Si 12.613 63.44 20.329 0.029 -0.034 0.023
Si 14.346 61.698 20.271 -0.155 0.333 -0.523
Si 11.544 10.146 22.799 -0.075 0.2 -0.119
Si -6.016 -1.758 24.585 -0.073 0.03 0
Si 0.422 22.124 22.654 -0.019 -0.238 0.07
Si -1.458 7.661 20.186 -0.222 0.26 -0.53
Si -0.796 17.298 25.14 -0.117 -0.039 0.093
Si 6.377 13.906 22.73 0.345 0.193 -0.609
Si 13.954 24.261 27.245 -0.035 0.084 -0.063
Si -7.969 22.753 27.151 -0.087 0.121 -0.099
Si -4.523 31.013 26.316 -0.036 0.061 -0.12
Si 3.598 37.299 27.564 -0.006 0.023 0.025
Si 2.169 36.237 22.5 0.081 0.101 -0.604
Si 6.783 48.114 29.809 0.079 -0.073 0.03
Si 5.282 46.55 27.588 -0.004 0.105 0.112
Si -1.669 38.301 23.04 0.044 0.022 -0.105
Si 3.737 60.088 29.216 -0.044 -0.147 0.032
Si 12.25 -6.281 29.45 0.06 -0.116 0.128
Si 11.777 8.208 27.262 -0.037 0.065 0.062
Si 18.602 -7.659 29.009 0.147 -0.078 0.038
Si 0.924 0.429 24.735 0.052 -0.031 0.082
Si 1.486 6.698 24.559 0.064 -0.035 0.02
Si 11.452 21.212 25.167 0.097 0.08 0.061
Si 6.767 14.889 25.693 -0.017 -0.108 -0.059
Si 15.353 34.604 25.742 0.129 0.003 -0.037
Si 0.263 43.553 25.126 -0.027 -0.092 -0.005
Si 6.473 38.464 27.323 -0.062 -0.026 -0.067
Si 9.656 34.173 29.836 -0.027 0.037 -0.085
Si 6.575 43.26 24.916 -0.03 0.023 0.085
Si 1.692 35.418 28.68 0.094 -0.039 -0.049
Si 8.015 45.525 26.348 -0.086 0.003 -0.034
Si -4.834 42.393 27.265 -0.062 0.008 -0.009
Si 10.255 54.367 28.807 -0.06 -0.097 0.07
Si 6.277 47.628 22.78 0.047 -0.135 0.036
Si -1.231 67.789 25.308 -0.102 0.072 -0.034
Si 22.306 58.561 23.236 0.01 -0.147 -0.141
Si 0.484 11.39 25.746 0.139 0.061 -0.024
Si 19.236 4.419 23.447 -0.101 0.027 -0.063
Si 2.328 8.87 26.495 -0.022 0.055 -0.014
Si 21.781 10.842 29.492 0.25 0.153 0.619
Si -8.402 18.809 22.853 0.02 0.01 -0.076
Si 21.408 18.492 23.806 0.044 -0.063 0.021
Si 13.684 27.304 27.18 0.017 -0.054 -0.041
Si 5.479 23.05 27.163 0.022 -0.025 -0.079
Si 14.708 37.54 25.799 -0.075 -0.071 -0.092
Si 20.358 34.425 24.026 0.047 0.011 -0.051
Si 15.174 28.637 23.036 0.105 0.037 -0.066
Si 0.669 47.564 24.25 0.088 -0.036 0.052
Si 8.532 48.076 24.627 0.034 0.067 -0.093
Si 15.348 56.642 23.531 -0.055 0.157 -0.112
Si 18.718 52.263 29.02 -0.019 0.051 0.167
Si 7.789 71.31 27.534 0.031 0.049 -0.018
Si 7.348 55.395 29.41 -0.036 0.052 0.161
Si 12.375 56.851 24.618 0.092 -0.04 -0.107
Si 5.432 -2.124 22.898 0.109 0.057 -0.059
Si -3.475 14.062 28.724 0.076 -0.021 0.199
Si 3.831 7.078 22.881 0.015 -0.041 0.031
Si 10.666 15.243 23.195 0.01 0.071 -0.084
Si 0.747 11.785 30.084 -0.259 -0.025 0.489
Si 5.845 21.789 31.852 -0.2 0.059 0.706
Si -3.465 28.76 24.718 -0.024 -0.068 0.132
Si 1.447 33.125 24.788 -0.082 0.136 -0.052
Si 2.625 28.742 26.2 0.071 0 -0.069
Si -0.004 50.312 29.132 0.021 0.008 0.228
Si -9.181 38.733 30.271 -0.056 0.033 0.15
Si 15.532 54.031 24.879 0.037 -0.048 0.05
Si 10.36 55.464 22.505 -0.167 0.368 -0.411
Si 1.829 66.585 27.47 -0.051 0.07 -0.043
Si 17.448 64.476 29.478 0.012 -0.099 0.059
Si 5.209 -32.962 22.441 0.091 0.054 -0.129
Si 4.059 16.122 25.589 -0.098 -0.052 -0.008
Si 2.715 9.495 29.519 0.213 -0.432 0.494
Si -3.405 10.096 29.505 -0.065 0.038 0.148
Si 16.316 15.196 23.133 -0.032 -0.044 0.008
Si 19.379 26.283 24.524 -0.023 -0.04 0.063
Si 7.032 25.879 30.203 -0.011 -0.047 0.044
Si -1.372 23.648 24.444 0.046 -0.062 -0.209
Si 7.346 32.295 29.326 0.058 -0.041 0.179
Si 10.948 32.645 22.529 0.05 -0.008 -0.056
Si 12.933 46.854 25.788 -0.083 -0.034 -0.042
Si 11.599 41.431 30.164 -0.012 -0.134 0.225
Si 12.293 39.981 23.34 0.074 -0.038 -0.063
Si 2.122 42.389 29.78 0.053 -0.136 -0.019
Si 17.487 51.658 24.916 -0.013 -0.09 -0.146
Si 14.933 45.539 29.796 0.103 0.039 0.079
Si 5.176 52.088 27.483 0.059 0.035 -0.029
Si 15.135 63.464 25.05 0.075 0.061 0.133
Si 20.54 -8.656 24.679 -0.029 0.004 -0.133
Si 19.961 0.276 23.302 0.023 0.087 -0.18
Si 16.383 10.924 22.74 -0.063 -0.031 -0.065
Si 17.797 16.715 26.879 0.07 -0.02 -0.073
Si 6.751 23.35 24.746 -0.035 0.027 -0.005
Si 13.031 18.848 25.321 -0.049 -0.035 0.014
Si 7.601 24.322 22.076 -0.221 0.408 -0.41
Si 16.586 25.969 23.372 0.03 -0.08 -0.039
Si 21.347 27.819 22.704 0.073 0.047 -0.061
Si 7.327 31.176 26.415 0.034 0.03 0.066
Si 14.558 31.976 27.045 0.12 0.02 -0.125
Si 17.023 49.124 26.695 0.046 0.024 -0.129
Si 7.68 50.936 28.876 -0.033 -0.008 0.138
Si 22.418 55.059 26.617 0.028 0.099 0.061
Si 8.76 55.426 24.977 -0.06 0.078 -0.101
Si 9.394 61.187 26.054 -0.093 0.146 0.003
Si 16.138 68.953 27.541 0.083 0.128 -0.032
Si 18.996 50.359 21.076 -0.269 -0.372 -0.112
Si 24.031 3.01 22.886 0.025 -0.081 -0.011
Si 7.115 -0.899 29.766 0.014 0.119 0.06
Si 8.849 -6.829 24.54 -0.045 -0.002 -0.075
Si -6.686 17.34 28.406 0.089 -0.162 0.096
Si 7.417 8.798 28.566 0.189 -0.069 0.174
Si -3.446 24.412 22.241 -0.013 0.086 0.034
Si 1.24 38.128 29.171 0.045 -0.053 -0.032
Si 1.721 29.952 28.82 0.015 -0.117 0.086
Si -6.806 29.095 27.182 -0.047 0.017 -0.044
Si 9.199 27.901 29.954 0.022 -0.165 0.091
Si -6.775 50.42 26.53 0.077 -0.04 0.091
Si 19.947 59.514 24.656 -0.029 -0.024 0.187
Si -15.638 50.023 22.31 -0.33 0.214 -0.516
Si 12.584 59.919 24.599 0.013 0.051 -0.02
Si -1.353 61.075 23.287 -0.029 0.017 -0.024
Si 14.482 54.751 27.752 0.072 -0.082 0.001
Si 17.428 -10.329 28.841 0.016 0.032 0.074
Si -2.678 14.741 22.205 -0.129 -0.068 -0.062
Si 13.337 1.395 27.645 0.084 0.138 0.039
Si 17.316 4.085 29.924 -0.017 -0.1 0.057
Si 7.371 15.809 29.638 -0.022 -0.082 0.168
Si 16.091 39.932 27.326 -0.005 0.009 -0.189
Si 3.883 37.273 24.643 -0.135 -0.02 -0.151
Si -1.037 45.251 27.128 0.064 -0.097 -0.118
Si 9.615 32.669 24.985 -0.061 -0.077 -0.025
Si 2.004 41.638 26.71 0.083 0 0.018
Si 4.977 30.142 24.505 0.016 -0.016 -0.055
Si 10.172 40.95 25.03 -0.034 -0.024 -0.009
Si 5.527 39.536 23.515 0.004 -0.065 -0.087
Si 3.096 47.914 25.792 -0.069 -0.09 0.066
Si 10.667 48.718 22.599 0.05 -0.015 -0.02
Si 2.771 55.6 22.21 0.026 -0.046 0.006
Si 10.722 53.164 26.049 0.047 -0.018 0.065
Si 0.816 59.2 23.192 -0.029 -0.107 -0.009
Si 13.799 51.978 29.035 -0.108 -0.019 0.126
Si 11.818 -0.53 22.109 0.314 -0.273 -0.405
Si 10.837 6.049 23.25 0.078 0.011 -0.123
Si -5.702 5.852 28.896 0.041 0.015 0.026
Si -1.39 11.956 28.085 -0.024 -0.028 0.12
Si 9.737 15.492 26.025 -0.021 -0.058 -0.079
Si 12.775 8.22 24.459 -0.152 -0.064 0.046
Si 25.234 10.606 23.607 -0.327 0.362 -0.457
Si 13.861 23.313 30.024 -0.08 -0.027 0.022
Si 12.04 37.133 22.377 -0.054 -0.107 -0.522
Si 5.484 44.556 22.554 0.013 -0.129 -0.068
Si 11.013 26.932 26.028 0.116 -0.043 0.012
Si 4.082 50.788 24.917 -0.118 0.064 0.188
Si 3.595 61.905 26.795 0.023 0.002 -0.007
Si 10.787 -5.668 22.426 0.024 -0.022 -0.189
Si 11.941 -4.124 27.435 -0.127 -0.119 0.022
Si -11.928 9.363 24.3 -0.024 0.068 -0.037
Si -0.231 17.657 29.13 0.016 -0.055 0.008
Si -6.211 12.972 27.623 -0.04 0.007 -0.015
Si 1.766 14.176 25.41 0.049 0.022 0.1
Si 11.017 23.979 26.491 -0.082 -0.072 0.026
Si 3.038 23.412 23.593 0.146 -0.012 -0.082
Si -2.604 16.736 27.286 -0.043 -0.098 -0.081
Si 0.52 32.58 28.901 0.044 0.062 0.093
Si 21.404 41.058 26.041 -0.031 -0.085 -0.012
Si 16.126 34.661 23.081 0.087 -0.096 0.001
Si 12.342 46.94 29.463 0.1 0.074 0.129
Si 14.471 42.413 26.77 0.056 -0.025 -0.047
Si -10.742 64.338 27.188 -0.125 0.011 0.032
Si 28.367 -8.778 27.669 0.041 0.048 -0.017
Si 24.868 -22.986 22.81 0.031 0.089 -0.148
Si 12.49 -1.258 26.61 -0.069 -0.103 -0.154
Si 5.062 2.402 24.596 0.129 0.187 -0.06
Si 7.061 13.248 28.086 0.098 -0.056 -0.056
Si 9.919 20.309 27.481 0.101 0.038 0.052
Si -1.117 28.731 29.586 0.087 0.051 0.086
Si 13.035 49.438 24.444 0.051 -0.041 -0.019
Si 8.963 38.152 25.457 0.083 -0.032 0.025
Si 11.821 36.855 26.316 -0.127 0.004 -0.019
Si 13.056 52.464 24.029 -0.239 -0.025 -0.132
Si 6.059 69.524 29.439 -0.029 0.017 0.084
Si 14.34 47.134 23.291 -0.029 0.014 0.073
Si 13.726 67.204 22.733 0.03 -0.058 -0.043
Si 23.003 76.062 23.096 0.623 -0.224 0.057
Si 7.467 -2.051 25.176 0.097 -0.107 -0.047
Si 10.717 3.073 27.649 0.021 0.048 0.005
Si 9.221 4.535 25.273 -0.119 -0.033 -0.026
Si 16.846 -2.939 27.396 0.11 0.062 0.011
Si 9.531 10.13 26.71 0.01 0.035 -0.003
Si 14.653 2.87 29.796 -0.251 0.192 0.421
Si 11.555 21.13 29.827 -0.02 0.104 0.065
Si 27.169 19.31 23.306 0.073 -0.039 0.008
Si 21.118 21.325 24.955 0.168 -0.021 -0.005
Si 10.781 45.414 27.585 0.045 0.067 -0.088
Si 11.708 36.315 29.362 -0.058 0.058 0.172
Si 28.068 49.695 28.67 -0.033 0.055 0.277
Si 16.564 30.337 25.206 -0.02 0.067 -0.018
Si 11.217 34.841 24.286 0.085 -0.048 -0.021
Si 24.364 38.294 22.635 -0.036 -0.119 -0.214
Si 20.258 44.989 29.862 -0.009 -0.041 0.149
Si 17.104 60.003 29.184 0.112 0.094 0.03
Si 4.738 67.421 27.491 0.067 0.022 0.036
Si 9.574 66.383 29.641 0.027 -0.093 0.096
O 7.609 -2.139 30.65 -0.155 -0.315 -0.069
O 2.358 -2.247 21.15 -0.191 -0.256 0.219
O 10.774 -9.514 28.337 -0.269 0.307 0.239
O 4.101 1.686 31.321 -0.06 -0.001 -0.447
O 0.574 5.448 30.666 0.231 0.196 -0.279
O -2.492 13.103 27.868 0.067 0.18 -0.637
O 3.929 1.044 21.896 0.114 -0.143 0.179
O -4.361 11.241 30.16 -0.148 0.262 -0.566
O -5.947 8.759 26.653 -0.135 -0.301 -0.165
O -1.324 7.158 31.378 0.145 0.118 -0.473
O -10.846 5.547 20.64 0.113 -0.008 0.404
O -1.767 18.567 24.85 0.416 0.204 -0.514
O 3.3 14.716 25.206 0.325 -0.228 -0.374
O 1.886 19.364 30.878 0.141 -0.135 -0.515
O 3.833 10.688 29.386 -0.2 0.434 0.001
O 1.453 26.108 31.338 -0.169 0.226 -0.284
O -4.258 27.085 27.262 -0.346 0.082 0.525
O 3.198 37.732 26.04 -0.505 0.192 0.002
O 11.592 22.684 32.309 0.375 -0.077 -0.013
O -2.022 29.758 30.464 0.174 0.1 0.02
O 0.712 36.715 28.542 -0.606 0.103 -0.238
O 3.475 22.096 24.408 -0.54 -0.293 -0.091
O 0.999 38.118 30.77 0.105 -0.451 -0.138
O 2.977 27.168 25.897 0.201 -0.074 0.339
O 1.004 40.395 26.383 0.057 -0.179 -0.443
O -1.391 34.156 31.189 0.09 -0.112 -0.27
O -4.933 37.562 30.379 0.238 -0.096 0.105
O -3.289 31.457 27.265 -0.017 -0.111 0.559
O 7.744 44.245 25.416 0.417 -0.165 -0.039
O 11.122 20.879 23.623 0.198 0.61 -0.607
O -1.071 44.126 30.492 -0.498 -0.453 -0.255
O -0.336 49.744 30.6 -0.476 -0.003 -0.139
O 0.89 42.527 30.826 -0.039 -0.079 0.255
O 23.055 64.414 26.038 0.049 0.415 -0.034
O -10.479 47.714 28.551 0.109 0.198 -0.248
O -1.039 51.469 28.753 0.232 0.288 -0.505
O 6.792 42.394 31.377 -0.06 -0.271 -0.52
O 22.693 67.812 23.639 -0.175 -0.285 -0.055
O 2.776 51.766 24.857 0.324 0.34 -0.301
O 6.242 54.66 30.398 0.052 -0.466 -0.195
O 4.104 55.991 31.372 -0.246 -0.079 -0.339
O 6.329 63.793 28.516 0.013 -0.738 0.188
O 0.982 58.538 28.526 -0.459 -0.332 -0.283
O 10.396 70.795 24.682 0.505 0.266 0.196
O 20.057 52.068 28.172 -0.23 -0.3 0.161
O -0.709 -11.408 31.962 -0.17 -0.409 -0.174
O 1.313 10.299 29.74 -0.366 -0.215 0.088
O 3.713 -7.27 25.404 -0.183 -0.124 0.515
O 13.377 -7.025 30.364 0.241 0.242 -0.19
O 10.168 10.491 31.833 -0.216 -0.102 -0.359
O -10.277 0.027 30.569 0.053 -0.228 -0.151
O 11.02 4.311 28.646 0.5 -0.022 0.2
O 6.101 12.095 28.683 -0.16 0.039 -0.04
O 5.35 22.717 30.594 -0.126 -0.25 -0.389
O 3.797 14.011 31.73 0.244 -0.563 -0.423
O 6.652 14.637 28.803 -0.56 0.16 -0.022
O 5.492 15.736 26.228 0.235 0.31 0.738
O -7.39 5.944 20.202 0.312 -0.244 0.119
O 1.106 15.169 26.513 -0.609 -0.185 0.31
O 12.779 17.916 26.652 -0.429 0.233 0.427
O 17.361 14.336 23.99 0.121 -0.202 -0.346
O 6.219 16.545 30.484 0.147 -0.076 -0.277
O -1.319 23.202 31.16 -0.079 0.442 0.233
O 14.215 36.579 31.96 0.044 0.177 -0.003
O 4.222 28.558 31.396 0.155 0.105 -0.626
O 6.072 27.122 21.703 0.073 0.438 0.241
O 5.034 21.601 26.547 -0.083 -0.483 0.402
O 14.556 23.615 28.596 0.561 -0.163 -0.096
O 10.754 33.158 30.42 0.332 -0.137 -0.468
O 13.975 24.154 21.083 -0.079 0.23 -0.055
O -1.217 36.071 26.379 0.278 -0.008 0.54
O 10.8 40.13 30.782 -0.47 0.051 -0.298
O 8.26 29.866 26.569 -0.164 -0.23 -0.078
O -3.161 41.286 30.564 0.033 0.128 -0.251
O 2.8 38.233 28.655 0.277 0.636 0.015
O 11.421 41.431 28.565 -0.174 -0.205 -0.424
O 11.4 43.935 27.708 0.303 0.066 0.327
O 5.786 48.519 30.99 -0.004 0.029 0.18
O 1.366 47.934 31.451 -0.183 -0.251 -0.28
O 14.062 46.89 21.727 0.298 0.14 -0.105
O 6.373 64.081 21.889 -0.113 0.413 0.345
O 4.052 50.48 31.483 0.159 -0.274 -0.621
O 6.187 33.213 30.001 -0.275 0.18 -0.431
O 5.583 38.878 30.65 -0.266 0.061 -0.431
O 5.644 61.48 18.579 -0.464 -0.111 -0.01
O 13.764 53.458 28.408 -0.306 0.035 -0.048
O 4.477 63.264 26.672 -0.105 0.235 -0.161
O 5.066 65.829 27.538 -0.052 0.018 0.371
O 9.915 60.671 21.531 -0.118 0.175 0.319
O 13.482 55.973 28.096 0.464 0.001 0.422
O 12.611 60.445 28.702 0.287 0.221 0.259
O 15.186 72.498 21.731 -0.057 -0.424 0.131
O 16.598 -1.702 28.405 -0.522 0.169 -0.141
O 19.91 -4.477 25.558 0.112 -0.007 -0.282
O 12.416 -2.595 27.499 0.225 0.313 0.23
O 15.624 3.852 26.017 -0.203 0.569 -0.392
O 6.655 -6.636 31.266 0.064 0.193 -0.244
O 7.813 13.403 32.227 -0.212 0.261 0.057
O 24.747 -0.031 29.329 0.182 0.236 -0.189
O 8.652 12.988 28.344 0.038 -0.245 0.53
O 9.13 6.052 28.399 0.055 0.169 -0.007
O 2.04 0.345 23.576 -0.196 0.066 -0.283
O 8.971 10.416 25.224 -0.242 -0.191 0.068
O 17.645 20.785 22.325 0.229 -0.255 0.503
O 11.325 13.538 28.557 -0.127 -0.084 0.148
O 11.663 19.702 30.616 0.596 -0.111 0.156
O 15.512 19.707 31.695 -0.414 -0.607 0.143
O 16.261 19.27 29.227 -0.256 0.429 -0.488
O 7.968 24.685 30.739 0.139 -0.428 -0.174
O 10.842 32.257 25.975 0.384 0.302 0.401
O 8.039 26.883 29.428 0.101 -0.155 -0.574
O 9.509 18.834 27.866 -0.28 0.161 -0.356
O 22.016 28.901 23.714 0.691 -0.227 -0.102
O 15.773 27.569 30.549 -0.203 -0.113 0.087
O 14.272 28.082 28.457 -0.299 0.297 0.002
O 18.746 30.37 20.686 0.197 0.212 0.34
O 6.026 30.813 25.538 -0.01 0.017 0.119
O 11.904 33.593 23.469 0.509 -0.048 0.206
O 18.732 29.985 30.282 0.063 0.312 -0.116
O 11.08 42.893 30.67 -0.275 0.315 -0.358
O 12.912 42.153 26.519 -0.104 -0.238 -0.506
O 10.96 46.276 28.955 -0.436 -0.241 0.509
O 15.557 38.649 21.72 0.639 0.016 0.237
O 16.404 44.93 25.994 0.435 0.679 -0.205
O 15.914 45.813 28.531 0.583 0.099 0.033
O 13.359 50.998 24.681 0.122 0.022 0.242
O 21.539 44.381 30.632 0.36 0.045 -0.153
O 10.638 49.692 27.487 -0.231 -0.37 -0.172
O 22.162 39.864 26.813 -0.083 0.157 0.062
O 11.571 38.629 22.823 -0.415 0.142 -0.135
O 7.334 58.704 24.068 -0.014 0.424 0.052
O 15.118 56.424 31.208 0.251 0.194 -0.565
O 15.86 62.533 26.142 -0.044 -0.108 0.158
O 19.59 46.232 30.65 0.084 0.427 -0.121
O 18.568 60.524 29.678 0.093 0.179 0.603
O 9.768 54.419 25.723 0.232 -0.083 0.12
O 17.11 59.098 21.579 -0.102 0.117 -0.195
O 18.024 65.649 26.156 0.625 -0.457 0.076
O -4.299 -12.086 25.056 0.132 0.179 0.054
O 3.916 7.523 21.352 -0.386 0.659 0.077
O 7.953 8.245 21.041 0.141 0.092 0.151
O 29.876 -13.33 30.61 0.029 -0.269 -0.2
O 4.035 5.493 23.009 0.662 -0.253 -0.165
O 4.87 7.884 23.811 0.584 -0.207 0.099
O 7.219 4.033 21.741 0.294 0.09 0.109
O -0.146 11.357 24.267 -0.347 0.29 0.117
O 4.037 11.898 21.614 0.493 -0.275 0.233
O 2.636 13.917 20.855 -0.202 -0.475 0.085
O 8.137 15.703 25.942 -0.141 0.579 0.167
O 3.514 17.428 20.173 0.275 -0.25 -0.169
O 9.23 24.401 22.06 0.265 0.63 0.502
O 1.253 10.024 26.137 -0.095 0.031 0.389
O -3.402 21.982 29.936 0.277 -0.437 0.118
O 6.952 23.106 27.878 0.168 0.148 0.542
O 13.923 28.228 25.859 0.537 0.252 -0.027
O 15.531 27.157 23.536 -0.51 -0.167 0.049
O -0.979 32.187 28.435 -0.483 -0.083 0.566
O 11.954 18.46 24.147 0.127 -0.667 -0.373
O 9.192 45.221 27.4 -0.188 0.065 0.365
O 1.095 29.092 25.777 -0.46 -0.477 0.32
O -1.217 41.191 27.603 -0.042 -0.096 0.327
O 7.603 37.865 26.313 -0.045 -0.1 0.152
O 7.11 39.495 23.217 0.218 0.416 0.359
O 9.176 39.762 25.472 -0.539 0.374 0.045
O 3.05 35.773 27.836 0.458 -0.327 -0.189
O 12.407 30.291 24.993 0.183 0.212 -0.294
O 2.846 37.424 23.394 -0.15 0.39 0.079
O -12.609 38.535 20.112 0.062 -0.143 0.299
O -5.144 36.087 23.262 -0.538 0.038 -0.114
O 14.54 43.102 19.005 -0.336 0.091 -0.086
O -6.782 47.87 23.391 -0.083 -0.589 -0.015
O 12.712 50.956 28.404 -0.18 0.185 -0.566
O 4.017 44.746 21.921 -0.649 -0.119 0.391
O 0.476 45.074 21.181 -0.257 0.342 0.27
O -1.334 56.446 21.967 0.025 -0.096 0.128
O 2.641 46.271 20.38 0.009 0.5 0.266
O -2.428 40.488 20.705 -0.025 0.092 -0.112
O 10.883 44.769 20.757 0.227 -0.349 0.47
O 9.174 59.65 25.625 -0.276 -0.142 0.371
O 0.951 48.593 23.038 0.439 -0.316 -0.123
O 3.62 58.536 28.682 0.45 -0.448 -0.281
O 2.313 59.329 23.73 0.07 0.095 -0.135
O 3.021 55.932 23.798 -0.482 -0.255 0.201
O 8.534 55.001 20.137 -0.227 -0.418 0.533
O 6.593 55.778 28.006 0.14 0.356 0.042
O 10.67 6.22 30.464 -0.105 0.639 0.044
O -5.806 7.887 20.448 0.08 0.164 0.119
O 11.114 -1.015 25.782 -0.088 0.272 0.31
O -0.102 2.901 30.294 0.09 -0.501 0.703
O 6.532 12.338 23.048 -0.121 0.05 0.42
O 6.219 10.073 21.67 -0.172 0.116 -0.185
O 18.372 3.953 22.147 -0.264 -0.164 0.228
O 16.807 2.131 27.588 -0.35 -0.131 -0.105
O -4.047 9.385 28.226 0.024 0.259 -0.238
O 5.724 10.272 24.331 -0.015 0.269 0.415
O 7.769 20.227 22.073 0.014 0.165 0.286
O 9.633 27.647 26.463 -0.602 -0.376 -0.189
O 23.145 13.467 26.489 -0.324 -0.343 -0.123
O 14.903 14.385 23.168 -0.079 -0.699 0.32
O 11.348 22.785 25.445 -0.07 0.328 -0.303
O 9.835 13.862 23.288 -0.32 -0.011 0.368
O 0.421 32.411 20.718 0.151 -0.182 0.375
O 15.441 34.538 21.662 -0.617 0.402 0.01
O 15.362 30.887 26.147 -0.276 -0.158 0.139
O -1.12 39.768 31.364 0.193 -0.284 -0.278
O 8.344 29.766 20.907 -0.065 -0.072 0.486
O 3.131 24.665 24.627 0.221 -0.163 0.534
O 10.306 42.023 26.232 -0.293 0.482 0.182
O 12.039 41.203 22.308 -0.12 0.418 0.133
O 16.728 39.407 28.704 -0.072 0.401 0.44
O 11.761 31.59 21.638 0.409 -0.3 0.442
O 2.032 35.314 30.238 -0.128 -0.167 0.019
O 12.892 48.493 25.768 -0.262 0.28 0.636
O 9.181 38.883 21.662 -0.064 0.187 0.182
O 5.915 42.445 26.149 -0.106 0.068 0.56
O 10.164 51.68 25.722 -0.264 -0.266 -0.637
O 7.741 46.902 30.34 0.026 -0.145 -0.543
O 7.31 42.317 23.851 0.108 -0.521 0.126
O 13.417 45.739 29.239 -0.287 -0.685 -0.143
O 14.107 59.999 24.108 0.38 -0.333 0.376
O 1.841 54.279 21.84 -0.525 -0.114 0.244
O 11.533 47.76 21.636 -0.403 -0.49 0.088
O 14.713 43.65 21.665 -0.511 0.021 0.185
O 6.204 58.816 21.657 -0.29 0.191 0.022
O 9.973 49.886 21.748 -0.042 0.587 0.205
O 26.664 64.681 32.113 -0.249 0.307 -0.221
O 7.2 72.816 27.635 -0.338 0.091 -0.261
O 5.063 51.186 26.136 0.405 0.001 0.046
O 8.118 70.793 26.031 -0.3 0.288 -0.244
O -1.548 69.146 28.451 -0.538 0.197 -0.217
O 5.972 9.479 28.771 -0.372 -0.162 -0.172
O 11.271 4.86 22.233 -0.281 -0.182 0.151
O 20.826 0.902 24.514 0.177 -0.334 0.428
O 23.522 -17.213 21.544 0.014 0.351 0.141
O 15.357 17.484 19.718 0.046 -0.138 -0.136
O 9.976 9.633 22.777 -0.308 -0.42 0.189
O 15.275 11.586 21.764 -0.21 -0.108 0.133
O 16.927 15.41 21.657 0.095 0.595 -0.035
O 16.875 17.704 25.968 0.074 0.736 0.069
O 19.387 16.907 26.607 0.377 0.754 0.227
O 10.462 15.935 24.643 0.119 0.206 0.123
O 12.957 15.532 28.034 -0.27 0.161 -0.2
O 12.351 20.872 20.092 -0.344 0.133 -0.047
O 20.958 18.65 22.266 -0.076 -0.185 0.011
O 17.04 19.395 20.242 -0.057 0.208 0.092
O 14.025 16.215 21.648 0.414 0.446 0.364
O 11.661 23.366 22.087 0.15 -0.654 0.29
O 12.341 24.121 27.401 -0.29 -0.3 0.349
O 10.525 27.63 20.924 -0.076 0.04 0.511
O 14.524 23.43 25.979 -0.129 -0.19 0.139
O -2.066 33.174 19.975 -0.461 0.358 0.292
O 12.893 35.431 30.035 0.018 -0.025 -0.214
O 16.077 24.813 24.378 0.034 0 0.54
O 15.95 29.831 23.802 0.098 0.299 -0.366
O 19.216 52.005 20.834 0.55 -0.221 0.44
O 17.124 33.403 23.332 0.357 -0.221 -0.503
O 17.61 31.559 25.073 0.287 -0.304 0.235
O 7.192 22.811 21.603 -0.637 -0.118 -0.099
O 8.274 35.273 20.759 -0.233 0.078 0.449
O 15.3 42.597 25.382 0 -0.392 -0.691
O 21.176 48.349 22.6 -0.536 -0.149 0.208
O 11.913 35.362 25.655 0.23 -0.472 0.188
O 12.615 52.337 22.441 -0.025 -0.016 0.082
O 22.547 43.545 21.489 0.121 0.332 -0.123
O 7.67 31.107 30.404 0.268 0.046 -0.218
O 8.286 57.472 20.947 0.139 -0.073 0.413
O 22.518 46.015 22.703 -0.154 0.019 0.179
O 14.703 54.474 26.186 -0.47 0.216 -0.312
O 11.893 58.068 28.209 -0.357 0.019 -0.487
O 8.95 49.372 25.474 0.054 0.308 -0.249
O 11.523 56.11 23.457 0.119 -0.185 -0.159
O 14.736 62.584 23.763 -0.214 0.28 -0.305
O 18.46 63.503 30.32 0.563 -0.227 -0.369
O 17.282 69.802 28.332 0.409 0.526 -0.261
O 18.536 57.639 30.632 -0.423 0.094 0.104
O 4.816 55.755 25.872 -0.481 -0.114 0.462
O -3.64 -0.064 27.639 -0.214 -0.004 0.702
O 8.06 -14.075 20.606 0.087 0.555 0.059
O -0.029 6.933 24.096 -0.195 -0.409 0.456
O 0.11 1.817 24.68 0.147 0.477 -0.406
O 2.589 8.737 28.087 0.156 -0.359 -0.03
O 9.332 18.816 23.66 -0.003 -0.358 0.853
O 0.36 25.379 21.867 -0.356 0.069 -0.105
O 6.94 20.645 31.351 0.139 -0.054 -0.342
O 1.064 17.009 28.405 0.437 0.047 0.27
O -10.274 21.988 24.17 0.319 -0.233 -0.552
O -2.678 13.587 21.051 -0.339 0.084 -0.323
O 0.193 29.405 28.917 -0.243 -0.153 -0.459
O 4.586 19.757 24.686 -0.225 -0.109 0.235
O -10.634 23.986 25.832 -0.188 0.783 -0.34
O -0.743 22.27 23.8 -0.183 -0.528 -0.044
O -0.317 22.422 21.248 0.343 -0.273 -0.2
O 4.525 31.196 23.344 -0.464 0.009 -0.193
O 13.642 37.092 22.657 0.282 -0.392 -0.184
O 0.545 32.517 30.519 0.269 -0.431 -0.02
O -1.709 43.827 27.546 -0.371 -0.065 0.617
O 8.71 37.614 23.942 -0.003 -0.871 0.068
O 12.588 48.304 28.623 0.501 0.134 -0.243
O -2.465 39.655 23.465 0.324 0.583 0.359
O 3.269 60.637 20.424 -0.056 -0.477 0.125
O 10.958 54.056 30.233 0.185 0.069 -0.41
O -6.587 67.32 28.346 -0.329 -0.203 -0.19
O -1.926 65.901 20.035 -0.125 -0.016 0.272
O 13.954 56.732 24.338 0.074 0.092 0.107
O -0.166 64.59 24.564 -0.19 -0.054 -0.315
O 10.264 -3.335 24.943 0.074 -0.178 -0.504
O 12.164 2.457 27.326 0.053 0.165 -0.445
O 12.034 7.092 23.558 0.336 -0.059 -0.124
O 13.748 -1.277 25.601 -0.012 0.152 -0.106
O 1.486 11.483 22.266 0.032 0.319 -0.045
O 11.484 11.771 22.671 0.594 0.309 0.011
O 5.408 2.727 26.144 0.538 0.429 0.135
O 13.969 2.61 24.161 -0.339 0.215 0.071
O -1.897 1.536 26.465 0.055 -0.493 -0.017
O -0.082 12.476 28.875 0.031 0.702 -0.077
O 3.772 3.257 24.115 -0.076 -0.049 0.19
O 7.874 17.597 21.779 -0.26 0.151 -0.253
O 12.844 20.453 25.581 0.574 0.347 0.185
O 9.135 18.889 31.083 0.017 -0.406 -0.057
O 9.743 34.273 24.716 -0.547 0.31 0.191
O 1.584 31.496 28.326 0.372 0.208 -0.395
O -13.535 40.883 20.975 -0.082 0.126 0.21
O -1.376 34.725 24.177 -0.615 -0.107 -0.107
O 7.298 38.737 28.68 0.571 0.074 -0.102
O 3.287 36.559 32.094 -0.347 0.401 -0.375
O 9.01 43.819 22.287 0.064 0.399 0.286
O 8.848 34.888 31.024 0.195 -0.25 0.15
O 4.357 47.107 26.379 0.088 0.056 -0.349
O 7.995 40.02 30.839 0.133 -0.113 -0.168
O 5.221 37.452 27.639 0.317 -0.468 0.451
O 20.722 45.497 28.413 -0.168 -0.158 -0.343
O 10.338 37.469 26.024 -0.049 -0.096 0.09
O 5.352 57.1 23.594 0.005 -0.459 -0.245
O 23.659 51.231 32.081 -0.302 0.288 -0.194
O 2.163 56.896 21.41 0.108 -0.045 -0.29
O 10.799 53.287 27.693 0.143 -0.251 0.109
O -2.121 46.315 26.604 0.366 0.43 0.089
O 0.547 51.149 23.493 -0.364 0.232 -0.033
O -3.844 60.591 26.045 0.4 -0.239 0.093
O 1.485 50.922 28.98 0.299 -0.434 -0.125
O 13.216 74.271 30.587 -0.046 0.034 -0.238
O 8.591 1.893 22.085 0.156 0.152 0.31
O 4.762 -5.043 30.441 0.098 0.312 -0.121
O 24.913 3.722 24.033 0.369 0.233 0.033
O 18.678 7.43 23.404 -0.236 0.698 -0.151
O 12.736 -1.324 31.13 0.149 -0.081 -0.495
O 10.649 0.385 21.44 0.02 -0.139 0.129
O 13.375 14.021 30.285 -0.003 0.273 0
O 12.094 9.677 24.242 -0.088 0.243 0.414
O 10.384 11.432 27.181 0.563 -0.044 0.118
O -0.84 11.478 26.663 -0.238 -0.09 -0.069
O -7.212 1.946 30.913 0.468 -0.16 0.306
O 16.023 17.025 30.611 -0.274 0.236 -0.099
O 9.626 21.942 21.183 0.214 -0.16 0.217
O 17.777 15.243 31.411 -0.024 0.134 -0.442
O 11.621 27.72 24.743 -0.558 -0.265 -0.512
O 10.559 27.148 30.434 0.277 -0.281 -0.522
O 13.082 37.666 25.67 -0.117 0.49 -0.241
O 10.772 25.37 25.696 -0.036 -0.131 -0.192
O 18.015 26.599 23.737 0.104 0.524 -0.041
O 12.298 25.91 21.971 0.204 0.3 0.58
O 9.889 31.929 23.549 -0.353 -0.426 -0.168
O 23.389 37.289 21.779 -0.287 0.136 0.241
O 9.704 41.614 23.633 0.26 -0.251 -0.341
O 8.617 33.264 28.993 -0.047 0.355 -0.648
O 16.3 48.254 25.544 -0.386 -0.288 0.067
O 15.427 37.808 24.365 0.474 -0.318 0.129
O 24.931 46.76 25.523 0.461 0.127 0.328
O 22.918 45.824 27.008 -0.073 -0.338 0.179
O 12.435 47.356 31.035 -0.736 0.493 -0.108
O 3.593 49.252 25.044 0.164 -0.172 -0.428
O 11.626 49.425 23.672 -0.332 0.209 0.236
O 16.317 57.922 23.767 0.12 -0.202 0.511
O 14.207 48.75 23.542 0.505 0.317 -0.478
O 11.807 58.722 21.584 -0.24 -0.226 0.129
O 7.943 56.668 30.262 0.454 0.245 -0.361
O 4.16 -1.237 23.325 -0.367 -0.438 0.383
O 8.097 -2.87 20.742 -0.125 -0.122 0.374
O -8.35 8.485 30.078 0.265 -0.005 -0.262
O 3.711 9.272 25.747 0.287 0.38 0.164
O 1.907 5.125 24.535 -0.375 -0.465 0.624
O 0.08 -0.144 30.511 -0.463 0.106 -0.359
O 3.377 9.951 23.188 -0.324 -0.166 0.011
O -3.557 7.893 26.036 0.446 -0.34 0.251
O -5.368 19.171 21.717 -0.281 -0.42 0.189
O -1.685 16.241 26.027 0.062 -0.613 -0.167
O 8.13 16.887 28.725 -0.172 0.086 -0.315
O 1.52 23.221 23.091 -0.08 0.603 -0.207
O 0.609 21.574 30.56 0.485 0.484 -0.227
O -5.426 29.904 27.037 0.004 -0.063 0.402
O 4.773 39.705 22.126 0.091 -0.103 0.084
O 8.189 32.304 25.627 -0.345 0.452 -0.1
O 0.946 34.036 28.342 -0.024 0.006 -0.329
O 11.569 46.213 26.386 -0.143 0.249 -0.228
O 4.308 26.703 23.618 0.362 -0.354 -0.197
O -5.913 35.365 29.057 -0.205 0.126 -0.116
O 0.159 60.62 23.571 0.458 0.524 0.602
O 8.555 51.803 29.945 0.091 0.303 -0.232
O 0.813 50.632 26.117 -0.172 0.234 0.329
O 4.199 61.08 28.044 0.523 0.085 -0.005
O 13.079 70.409 20.387 -0.08 0.175 0.431
O 12.055 58.415 24.709 -0.34 -0.072 0.284
O 7.997 62.032 26.113 -0.464 -0.287 0.373
O 3.123 67.548 27.4 -0.056 0.633 -0.098
O 11.045 -5.885 30.463 -0.142 -0.438 0.099
O 11.959 -9.022 26.074 -0.106 -0.488 -0.129
O 15.228 1.647 22.162 0.407 0.148 0.695
O 9.544 6.788 22.609 -0.507 0.344 0.447
O 7.143 3.666 30.527 0.009 0.04 -0.103
O -16.515 -5.424 30.464 -0.267 -0.65 0.023
O 10.063 13.929 26.314 0.052 -0.186 -0.123
O 14.267 8.393 23.934 -0.056 0.117 0.318
O 1.795 7.423 25.972 -0.039 -0.597 0.52
O 3.871 23.611 22.195 0.72 -0.077 -0.08
O 6.698 18.523 23.864 0.262 0.217 0.356
O 3.421 24.509 30.531 -0.076 -0.245 -0.381
O 10.226 21.895 30.385 -0.343 -0.117 -0.262
O 14.355 25.829 27.075 0.315 0.02 -0.333
O 13.539 30.055 20.607 -0.105 -0.154 0.184
O 1.767 26.774 20.204 0.012 0.138 0.363
O 4.086 34.172 31.28 -0.151 0.089 -0.174
O 21.665 33.622 23.491 0.586 -0.072 0.443
O 11.234 20.831 28.274 0.46 0.414 -0.226
O 6.597 31.751 21.818 0.42 0.357 0.45
O 5.168 38.166 24.288 0.31 -0.447 0.415
O 10.285 20.396 25.927 -0.414 -0.343 -0.301
O 7.611 37.274 30.833 -0.137 0.197 -0.004
O 5.031 40.736 24.459 -0.13 0.475 -0.245
O 11.651 40.359 24.759 0.433 -0.231 0.392
O -3.289 24.635 30.491 -0.26 0.437 -0.443
O 18.464 48.435 26.993 0.318 -0.193 0.598
O 0.711 35.988 23.158 -0.182 0.291 0.216
O 16.177 49.117 28.055 -0.404 -0.422 0.074
O 16.631 43.903 23.564 0.148 0.29 0.106
O 24.875 46.057 20.863 -0.04 0.266 0.194
O 5.643 50.335 21.008 -0.232 0.036 0.158
O 13.201 46.425 24.224 -0.182 -0.595 -0.256
O 2.068 62.38 26.982 0.069 0.351 -0.411
O 4.691 61.978 22.136 0.274 -0.488 0.258
O 14.653 61.836 31.367 0.156 -0.027 -0.361
O 11.604 6.84 28.085 0.345 0.001 0.194
O 18.734 3.503 30.427 0.334 0.288 -0.478
O 0.427 -0.198 21.078 0.203 0.184 0.428
O 26.376 16.114 21.964 0.351 0.144 -0.167
O 5.136 5.304 30.207 -0.035 0.211 -0.19
O 27.431 -1.471 23.217 0.006 -0.29 -0.083
O 4.397 17.133 24.36 -0.046 -0.16 -0.232
O 10.153 13.056 31.079 -0.016 0.198 -0.083
O 13.144 18.461 20.555 0.297 0.219 0.306
O 17.871 12.637 25.88 0.228 0.114 0.463
O 22.996 14.706 24.095 0.229 0.419 -0.02
O 13.583 28.784 23.283 -0.265 0.084 -0.478
O 9.403 28.936 28.764 0.175 0.295 0.124
O 8.651 21.269 27.693 -0.484 -0.201 0.221
O 24.423 22.889 25.544 0.252 0.07 -0.33
O 18.983 29.097 27.794 0.277 -0.226 0.256
O 19.374 41.22 30.432 0.383 -0.454 -0.475
O 18.472 47.05 24.76 0.395 -0.709 -0.409
O 21.26 59.673 23.738 0.102 0.539 -0.059
O 14.978 46.574 31.035 0.329 0.11 0.071
O 15.93 55.171 28.304 -0.012 0.158 -0.19
O 7.676 49.398 29.402 0.516 -0.059 0.206
O 16.103 55.328 24.099 0.653 -0.066 0.063
O 17.984 53.559 28.399 -0.126 -0.021 -0.643
O 11.694 60.564 23.411 -0.009 0.25 0.079
O 10.985 54.145 21.781 -0.316 0.102 -0.027
O 21.194 50.864 23.497 0.55 0.223 -0.025
O 14.019 66.853 29.125 0.129 -0.551 0.381
O 8.376 51.015 27.437 -0.234 0.472 -0.286
O 11.007 49.732 30.127 -0.075 -0.187 -0.143
O 8.753 -1.324 24.486 0.022 0.419 -0.374
O 0.017 9.302 22.665 0.181 -0.214 -0.237
O 12.496 9.548 21.663 0.366 -0.39 0.057
O -1.687 -4.312 21.723 0.054 -0.538 0.074
O -25.593 24.443 23.611 -0.233 0.286 -0.009
O -2.03 10.777 28.998 0.56 -0.185 -0.08
O -2.705 24.169 23.652 -0.435 0.017 0.42
O 3.26 15.525 33.779 -0.286 0.052 -0.281
O 9.704 23.648 27.398 -0.091 0.26 0.372
O 17.096 42.475 21.496 0.039 -0.268 0.192
O -1.887 33.448 26.381 -0.637 0.144 0.085
O -3.951 31.426 31.336 0.03 -0.089 -0.298
O 3.903 28.575 21.808 -0.489 0.252 0.497
O 2.839 43.823 29.725 -0.227 0.173 -0.281
O -12.64 29.627 25.35 0.133 0.062 0.225
O 4.372 23.474 28.251 -0.712 -0.05 -0.055
O 1.611 42.83 25.675 0.393 0.35 -0.182
O 6.995 48.18 24.117 -0.525 0.565 0.398
O 5.403 43.994 24.064 -0.442 0.161 0.176
O 10.3 61.15 27.411 -0.183 -0.283 0.396
O 2.666 52.532 30.587 0.109 0.438 -0.07
O 4.268 55.332 21.634 0.328 0.267 0.67
O 28.607 69.736 31.392 -0.006 -0.071 -0.429
O 18.451 -9.141 28.373 0.328 -0.116 -0.489
O 17.329 -10.237 30.442 0.297 -0.414 0.066
O 1.975 12.831 30.328 0.455 0.01 -0.61
O 9.925 3.539 26.326 0.034 -0.373 -0.076
O 9.051 -8.306 25.195 0.409 0.033 0.187
O -13.659 9.994 20.54 0.244 -0.493 -0.03
O 10.263 16.381 27.264 0.253 0.082 0.089
O 5.231 31.988 32.109 0.365 -0.334 -0.209
O 6.349 26.78 31.339 0.008 -0.172 0.346
O 4.068 17.864 31.437 -0.069 0.136 -0.055
O 3.17 34.957 22.751 -0.034 -0.377 -0.525
O 5.784 25.182 29.463 -0.03 0.388 -0.655
O 6.89 31.686 27.897 -0.438 0.004 0.046
O -0.502 46.601 23.665 0.192 -0.672 0.091
O 10.126 33.613 21.536 0.155 -0.113 0.282
O 15.537 28.679 21.471 0.204 -0.142 0.07
O 1.714 42.053 28.258 -0.346 0.358 0.189
O -8.344 41.603 21.456 0.112 -0.7 0.083
O 20.753 35.75 24.853 0.513 0.049 0.202
O 9.524 45.077 31.29 -0.17 0.265 -0.484
O 6.185 51.49 28.606 -0.33 0.207 0.455
O 7.281 55.081 25.515 -0.141 0.018 -0.193
O 16.79 53.078 25.232 0.219 0.306 0.336
O 14.451 53.271 23.946 0.001 0.222 -0.413
O 8.633 54.469 28.994 -0.198 -0.306 -0.159
O 16.464 60.993 28.1 -0.389 -0.207 -0.186
O 11.048 0.444 29.971 0.396 -0.017 -0.748
O 25.758 -3.92 31.304 -0.064 0.354 -0.672
O 18.322 0.285 28.744 0.4 -0.12 -0.011
O 6.394 -2.624 24.096 0.05 -0.32 0.167
O 6.776 4.939 28.208 -0.017 0.109 -0.522
O 8.355 9.867 27.791 -0.256 0.279 0.116
O 8.568 15.143 30.491 0.471 0.25 -0.203
O 5.272 2.933 28.776 -0.244 -0.156 0.33
O 4.835 14.262 22.302 -0.467 0.442 0.162
O 14.719 17.391 28.371 -0.381 0.306 0.149
O 12.879 2.854 21.785 -0.04 -0.309 -0.06
O 16.053 16.653 23.767 0.037 0.103 -0.237
O 20.628 32.956 21.229 -0.146 -0.447 -0.16
O 12.12 36.859 27.906 0.445 0.321 0.076
O 3.021 33.483 24.884 0.177 -0.197 0.491
O 16.915 34.105 25.774 0.299 0.107 0.483
O 15.235 38.709 26.752 -0.237 -0.073 0.509
O 19.896 41.255 26.578 -0.044 -0.179 0.377
O 9.034 55.12 23.402 -0.333 -0.469 -0.053
O 5.659 53.558 27.031 0.078 0.075 0.021
O 9.784 58.683 23.234 -0.021 -0.297 -0.091
O 12.916 65.789 22.819 0.093 -0.026 0.211
O 12.218 14.874 22.924 0.134 0.104 0.009
O 10.65 17.361 29.696 0.423 -0.545 -0.079
O 8.777 28.817 31.217 0.23 -0.123 0.098
Si -0.018 2.738 8.128 0.002 0.002 -0.002
Si 2.715 0.01 8.134 -0.001 0.004 -0.004
Si 0.003 8.15 8.141 -0.009 -0.011 0.004
Si 2.734 5.443 8.153 -0.005 0.01 0.003
Si 0.011 13.582 8.184 0.037 0.009 0
Si 2.735 10.851 8.17 -0.032 0.004 0.001
Si -0.043 19.036 8.197 -0.006 0.018 -0.007
Si 2.692 16.295 8.129 -0.003 -0.013 -0.024
Si -0.029 24.468 8.193 0.01 -0.007 0.013
Si 2.666 21.743 8.245 -0.002 -0.014 0.018
Si -0.03 29.929 8.15 -0.007 -0.007 0
Si 2.698 27.189 8.154 -0.009 -0.017 0.01
Si 0.028 35.395 8.137 -0.008 -0.001 0.001
Si 2.735 32.665 8.134 0.008 0.006 -0.007
Si 0.012 40.881 8.22 -0.009 -0.013 0.002
Si 2.769 38.132 8.165 0.005 0.006 -0.007
Si 0.02 46.31 8.217 0.021 0.015 0
Si 2.731 43.606 8.236 0.001 0.004 -0.008
Si 0.006 51.74 8.189 -0.003 -0.005 -0.008
Si 2.744 49.008 8.203 0.003 -0.006 0.003
Si -0.02 57.173 8.151 -0.025 -0.019 -0.002
Si 2.723 54.459 8.172 0.006 0.008 -0.01
Si -0.01 62.629 8.163 0.013 0.015 0.003
Si 2.705 59.897 8.142 -0.001 0.002 -0.012
Si 5.461 2.715 8.13 -0.01 -0.004 -0.004
Si 8.163 0.013 8.116 -0.011 0 0.003
Si 5.455 8.157 8.151 0.004 0.016 0
Si 8.174 5.423 8.134 0.003 0.002 -0.002
Si 5.447 13.566 8.148 0 -0.002 0
Si 8.147 10.847 8.131 0.003 -0.025 -0.003
Si 5.413 19.005 8.214 -0.005 -0.019 -0.002
Si 8.161 16.271 8.208 0.006 0.016 0.007
Si 5.389 24.479 8.205 -0.017 -0.024 0.01
Si 8.134 21.761 8.188 0.005 -0.018 -0.003
Si 5.442 29.944 8.112 -0.024 0.004 0
Si 8.145 27.235 8.149 0.015 0.015 -0.01
Si 5.483 35.411 8.145 0.018 -0.005 0.004
Si 8.176 32.666 8.106 -0.012 0.001 0.007
Si 5.495 40.867 8.203 0 0.002 0.004
Si 8.228 38.121 8.158 0.015 -0.005 0.001
Si 5.471 46.322 8.234 0.021 0.017 0.001
Si 8.208 43.591 8.21 0.012 -0.009 0.001
Si 5.446 51.713 8.2 -0.004 -0.014 -0.001
Si 8.186 49.004 8.202 -0.008 0.017 0.002
Si 5.448 57.173 8.157 0.012 0.018 -0.006
Si 8.174 54.431 8.178 -0.019 0.012 -0.008
Si 5.43 62.63 8.144 0.004 0.011 -0.001
Si 8.141 59.878 8.137 0 -0.013 0.001
Si 10.883 2.726 8.12 0.013 0.005 0.006
Si 13.597 0.009 8.148 -0.002 -0.003 0.005
Si 10.894 8.117 8.105 0.004 0.007 -0.018
Si 13.584 5.441 8.12 0.01 -0.018 0.009
Si 10.871 13.576 8.196 0.003 -0.003 0.007
Si 13.62 10.857 8.161 0.033 0.026 0.003
Si 10.863 19.019 8.216 -0.006 -0.02 -0.001
Si 13.563 16.314 8.223 -0.009 0 0.003
Si 10.873 24.462 8.15 -0.022 0.004 -0.013
Si 13.599 21.734 8.167 0.01 0.008 -0.015
Si 10.881 29.96 8.122 0.004 0.004 0.003
Si 13.577 27.186 8.159 -0.032 -0.012 0
Si 10.925 35.392 8.123 -0.002 -0.013 0.005
Si 13.621 32.659 8.12 -0.015 -0.002 0.005
Si 10.954 40.872 8.179 0.008 0 0
Si 13.638 38.139 8.176 0.002 -0.013 0.007
Si 10.921 46.291 8.204 -0.01 -0.013 -0.001
Si 13.653 43.593 8.203 0.004 0.007 0.001
Si 10.906 51.726 8.178 0.009 0.01 -0.001
Si 13.614 49.029 8.204 0.001 -0.006 -0.003
Si 10.886 57.158 8.18 -0.011 0.012 0
Si 13.608 54.466 8.158 0.008 0.015 0.007
Si 10.857 62.606 8.128 -0.006 -0.006 0.004
Si 13.586 59.907 8.155 0.008 0.006 -0.005
Si 1.36 4.074 9.503 0 0.001 0.002
Si 4.086 1.358 9.497 -0.002 -0.018 0.004
Si 1.367 9.496 9.521 0.016 0.004 0
Si 4.095 6.801 9.519 0.009 0.004 -0.003
Si 1.371 14.943 9.53 -0.018 0.007 0.006
Si 4.09 12.223 9.527 0.002 0 0.006
Si 1.289 20.385 9.584 -0.027 -0.007 0.012
Si 4.017 17.656 9.532 -0.017 0.016 -0.003
Si 1.336 25.833 9.53 0.008 -0.001 0.001
Si 4.036 23.116 9.57 0.003 0.009 0.008
Si 1.359 31.291 9.48 -0.001 0.002 -0.008
Si 4.076 28.57 9.471 0.009 0.008 -0.01
Si 1.387 36.77 9.498 0.002 -0.008 -0.01
Si 4.105 34.035 9.475 -0.007 -0.009 0.002
Si 1.378 42.242 9.591 0.015 0.008 -0.005
Si 4.12 39.502 9.54 0.013 -0.012 0
Si 1.396 47.657 9.579 0.001 0.001 0.001
Si 4.101 44.958 9.59 -0.022 -0.021 0
Si 1.378 53.092 9.551 0.004 0.002 0.008
Si 4.095 50.367 9.577 0.009 0.006 0.012
Si 1.343 58.541 9.502 0.013 0.004 -0.003
Si 4.088 55.814 9.53 -0.003 0.003 0.011
Si 1.353 63.993 9.517 -0.001 -0.006 -0.001
Si 4.064 61.27 9.494 -0.001 0.001 -0.01
Si 6.819 4.072 9.51 0.01 0.002 0.006
Si 9.526 1.368 9.49 0.008 -0.003 -0.008
Si 6.808 9.506 9.528 -0.008 0.008 -0.001
Si 9.539 6.781 9.503 0.006 -0.008 -0.003
Si 6.769 14.927 9.542 0.013 -0.011 0.008
Si 9.49 12.202 9.515 -0.019 0.01 0.008
Si 6.771 20.393 9.55 0.003 0.002 0.007
Si 9.494 17.661 9.565 0.01 -0.006 0.004
Si 6.773 25.863 9.51 0.003 0.009 -0.003
Si 9.496 23.131 9.527 0.01 0.015 0
Si 6.811 31.296 9.465 0.013 -0.01 0.003
Si 9.519 28.58 9.486 -0.021 0 -0.003
Si 6.846 36.772 9.507 -0.019 0 0.008
Si 9.542 34.03 9.462 -0.002 -0.002 -0.008
Si 6.851 42.226 9.569 -0.01 -0.009 0.01
Si 9.584 39.494 9.515 -0.015 -0.009 -0.002
Si 6.838 47.666 9.596 -0.017 0.012 0.006
Si 9.566 44.944 9.582 -0.007 0.009 -0.002
Si 6.821 53.068 9.546 0.002 -0.013 0.002
Si 9.555 50.364 9.55 -0.006 -0.005 -0.001
Si 6.803 58.529 9.524 -0.016 0.006 0.011
Si 9.533 55.795 9.539 0.016 -0.008 0.006
Si 6.801 63.991 9.49 0.008 0.004 -0.003
Si 9.505 61.246 9.5 -0.011 0.006 -0.001
Si 12.241 4.078 9.498 0.002 0.003 -0.001
Si 14.96 1.378 9.507 0.002 -0.001 -0.004
Si 12.245 9.472 9.489 -0.011 -0.021 -0.008
Si 14.965 6.781 9.485 -0.012 0.017 -0.005
Si 12.214 14.945 9.571 0.003 0.018 0.009
Si 14.975 12.214 9.532 -0.015 -0.007 0.004
Si 12.225 20.399 9.547 -0.002 -0.002 -0.002
Si 14.94 17.678 9.562 0.017 0.011 0.006
Si 12.213 25.823 9.523 0.006 0.001 0.003
Si 14.929 23.102 9.541 -0.011 -0.016 0.003
Si 12.256 31.298 9.48 0.01 0.012 0
Si 14.941 28.549 9.507 0.013 -0.003 -0.003
Si 12.269 36.768 9.505 0.005 0.021 -0.002
Si 14.982 34.033 9.479 0.008 0.005 -0.004
Si 12.306 42.228 9.565 0.007 -0.007 0.003
Si 14.985 39.51 9.554 -0.006 0.015 0
Si 12.279 47.656 9.575 -0.009 0.006 0.001
Si 15.009 44.945 9.587 0.006 -0.012 0.006
Si 12.273 53.091 9.526 0.015 -0.004 -0.009
Si 14.994 50.378 9.566 0 -0.004 0.009
Si 12.246 58.537 9.526 0.015 -0.005 0.007
Si 14.967 55.818 9.515 0.006 0.011 -0.002
Si 12.233 63.964 9.499 -0.004 -0.002 0.002
Si 14.951 61.266 9.521 -0.004 -0.007 0.005
Si -0.012 0.023 10.882 0.007 0 -0.002
Si 2.716 2.703 10.872 0.005 -0.004 0.003
Si -0.004 5.432 10.862 -0.012 -0.005 0
Si 2.736 8.155 10.893 -0.019 0.002 0.003
Si 0.01 10.853 10.89 0.01 0.001 0.001
Si 2.732 13.587 10.896 0.012 0.022 -0.004
Si 0.009 16.313 10.879 0.02 -0.014 -0.007
Si 2.667 19.015 10.915 -0.001 -0.017 -0.006
Si -0.075 21.749 10.931 0.007 0.005 0.006
Si 2.669 24.475 10.913 0.002 -0.016 0.008
Si -0.049 27.175 10.874 0.01 -0.004 0.004
Si 2.708 29.912 10.832 -0.002 -0.011 -0.001
Si -0.001 32.654 10.83 0.005 -0.005 -0.012
Si 2.748 35.396 10.834 0.006 0.013 -0.005
Si 0.044 38.148 10.867 -0.011 0.008 -0.005
Si 2.77 40.878 10.916 -0.016 0.001 -0.011
Si 0.033 43.6 10.977 0.005 -0.008 -0.001
Si 2.738 46.3 10.974 0.022 0.013 -0.008
Si 0.053 49.031 10.935 0.027 -0.003 -0.004
Si 2.739 51.735 10.938 -0.007 -0.001 -0.002
Si -0.003 54.468 10.877 -0.035 0.02 -0.019
Si 2.707 57.187 10.867 -0.004 0.009 -0.003
Si -0.013 59.897 10.873 -0.002 -0.002 0.004
Si 2.716 62.627 10.871 0.002 -0.001 -0.005
Si 5.447 0.007 10.871 -0.004 -0.005 0.003
Si 8.185 2.721 10.884 -0.007 -0.005 0.008
Si 5.46 5.437 10.876 -0.017 0.012 -0.006
Si 8.178 8.139 10.877 0 0.009 -0.011
Si 5.449 10.87 10.893 0.019 -0.001 -0.003
Si 8.127 13.561 10.886 -0.006 -0.018 0.005
Si 5.377 16.299 10.884 -0.024 0.019 -0.009
Si 8.122 19.034 10.911 0.017 -0.009 -0.002
Si 5.399 21.753 10.916 -0.004 -0.006 0.003
Si 8.12 24.491 10.874 0.001 -0.001 -0.001
Si 5.405 27.213 10.862 -0.016 0.005 0.011
Si 8.14 29.912 10.834 0.017 0.004 0.004
Si 5.457 32.661 10.819 -0.013 0.005 0.012
Si 8.211 35.397 10.842 0.013 -0.015 0.003
Si 5.492 38.136 10.874 0.007 0.012 0.006
Si 8.229 40.843 10.891 0.015 -0.008 -0.007
Si 5.474 43.587 10.925 0.005 0.005 -0.007
Si 8.206 46.3 10.955 0.007 -0.009 -0.007
Si 5.467 49.019 10.949 0.007 -0.005 0.001
Si 8.199 51.721 10.912 -0.002 -0.008 -0.001
Si 5.446 54.428 10.889 0.001 0.008 -0.009
Si 8.17 57.163 10.892 -0.006 0.013 -0.002
Si 5.433 59.918 10.847 -0.009 0.014 -0.008
Si 8.154 62.63 10.854 -0.017 0.005 -0.001
Si 10.884 0.013 10.858 0.012 -0.004 0.003
Si 13.6 2.731 10.877 -0.013 0.006 0.001
Si 10.894 5.428 10.881 0.002 0.001 -0.003
Si 13.612 8.123 10.862 0.026 -0.016 -0.001
Si 10.864 10.823 10.845 0.006 -0.004 -0.011
Si 13.607 13.575 10.892 0.008 0.007 0.003
Si 10.851 16.312 10.927 -0.012 -0.01 -0.002
Si 13.575 19.045 10.916 0.004 0.006 -0.011
Si 10.844 21.766 10.89 -0.007 0.002 -0.004
Si 13.551 24.451 10.897 0.001 0 0.001
Si 10.836 27.188 10.861 -0.02 0.011 -0.002
Si 13.575 29.909 10.855 -0.018 -0.013 0.006
Si 10.885 32.657 10.819 0.014 -0.001 0.003
Si 13.635 35.407 10.845 -0.009 0.001 0.009
Si 10.942 38.149 10.887 0 -0.01 0.001
Si 13.656 40.878 10.947 0.01 -0.007 0.005
Si 10.953 43.593 10.931 -0.026 0.01 -0.009
Si 13.666 46.32 10.951 -0.016 0.016 -0.003
Si 10.91 49.01 10.93 -0.003 0.002 -0.006
Si 13.635 51.754 10.91 -0.004 -0.003 0.005
Si 10.91 54.439 10.89 -0.005 -0.006 -0.004
Si 13.618 57.172 10.881 0.023 -0.017 0
Si 10.882 59.904 10.875 -0.006 -0.001 -0.002
Si 13.591 62.623 10.895 0.01 0.01 0.004
Si 1.351 1.359 12.271 -0.012 -0.006 0.012
Si 4.093 4.062 12.217 0.012 0.007 -0.008
Si 1.362 6.785 12.227 0.011 0.005 -0.007
Si 4.109 9.511 12.263 -0.016 0.016 0.003
Si 1.385 12.211 12.244 -0.019 -0.018 0
Si 4.043 14.964 12.296 0.011 -0.02 0.019
Si 1.346 17.639 12.298 -0.021 0.016 0.009
Si 3.997 20.412 12.262 0.014 0 0.002
Si 1.283 23.121 12.265 -0.005 0.016 -0.002
Si 4.039 25.857 12.232 -0.007 0.002 -0.012
Si 1.337 28.54 12.188 0.009 0.001 0
Si 4.093 31.277 12.159 0.001 0.001 -0.012
Si 1.381 34.018 12.165 -0.014 0.005 -0.015
Si 4.107 36.762 12.191 -0.014 -0.017 0.001
Si 1.392 39.517 12.247 0.027 -0.002 -0.01
Si 4.128 42.232 12.305 0 -0.011 -0.002
Si 1.383 44.952 12.372 -0.003 -0.004 0.008
Si 4.109 47.662 12.322 -0.019 -0.025 0.017
Si 1.394 50.386 12.33 -0.013 -0.011 0.018
Si 4.1 53.093 12.301 0.016 0.002 0.014
Si 1.341 55.834 12.234 0.018 -0.001 -0.012
Si 4.073 58.567 12.198 0.019 0.02 -0.008
Si 1.343 61.273 12.223 0.017 -0.004 -0.003
Si 4.088 63.974 12.239 0.003 -0.003 -0.006
Si 6.815 1.36 12.236 0.015 0.001 -0.007
Si 9.552 4.075 12.268 0.013 0.003 -0.002
Si 6.83 6.785 12.256 -0.004 -0.028 -0.001
Si 9.512 9.505 12.26 0.006 -0.018 0.017
Si 6.77 12.239 12.284 0 0.014 0.005
Si 9.47 14.931 12.234 0.003 0.012 -0.005
Si 6.707 17.687 12.232 -0.002 0.004 -0.015
Si 9.468 20.43 12.253 0.001 -0.009 -0.018
Si 6.756 23.143 12.252 0.004 0.001 -0.007
Si 9.473 25.836 12.248 0.013 0.014 -0.008
Si 6.787 28.546 12.217 0.011 0.008 0.002
Si 9.52 31.265 12.154 -0.017 -0.005 -0.012
Si 6.832 34.022 12.165 0.009 0.01 -0.001
Si 9.572 36.77 12.208 0.002 0.017 -0.008
Si 6.858 39.489 12.246 -0.023 -0.01 0.005
Si 9.599 42.196 12.251 0.006 -0.013 -0.002
Si 6.824 44.938 12.297 -0.008 0.015 -0.003
Si 9.577 47.649 12.325 -0.017 0.02 -0.013
Si 6.851 50.37 12.291 0.008 0.021 -0.003
Si 9.579 53.072 12.266 0.014 0.007 0.002
Si 6.823 55.766 12.238 -0.022 -0.02 0.022
Si 9.537 58.538 12.239 0.01 0 0.015
Si 6.776 61.288 12.213 0.005 0.001 -0.016
Si 9.525 63.98 12.217 -0.001 -0.001 -0.011
Si 12.233 1.372 12.241 -0.013 -0.015 -0.005
Si 14.97 4.082 12.243 0.016 0.005 0.006
Si 12.267 6.771 12.249 0.002 0.015 -0.006
Si 14.977 9.469 12.226 -0.02 -0.008 -0.018
Si 12.22 12.18 12.195 -0.009 0.013 -0.01
Si 14.994 14.951 12.222 -0.006 0.019 -0.009
Si 12.208 17.698 12.268 0.005 -0.007 -0.013
Si 14.902 20.399 12.311 -0.007 -0.004 0.006
Si 12.182 23.107 12.284 -0.013 -0.001 0.005
Si 14.914 25.806 12.246 0.002 -0.002 0.006
Si 12.194 28.544 12.211 0.021 -0.007 0.003
Si 14.963 31.279 12.176 0.014 0.019 -0.007
Si 12.242 34.034 12.161 -0.011 -0.008 -0.001
Si 15.002 36.787 12.197 0.029 0.018 -0.001
Si 12.289 39.514 12.288 -0.004 0.012 0.011
Si 15.019 42.229 12.339 -0.025 -0.001 -0.003
Si 12.309 44.958 12.314 0.03 -0.011 -0.002
Si 15.056 47.67 12.314 0.015 0.003 -0.002
Si 12.28 50.386 12.262 -0.022 -0.011 -0.005
Si 14.994 53.125 12.268 0.046 0.003 0.005
Si 12.278 55.795 12.241 -0.008 0.013 -0.006
Si 14.981 58.52 12.245 -0.01 -0.006 0.002
Si 12.235 61.255 12.265 -0.011 -0.011 0.019
Si 14.949 64.006 12.254 0.003 0.006 0.007

Results
total energy: -383141.497 eV
total energy less fixed offsets of O -438.25, Si -107.07 eV per atom: 25.143 eV
